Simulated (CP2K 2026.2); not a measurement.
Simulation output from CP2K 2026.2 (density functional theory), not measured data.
Periodic cell of 1871 atoms, Si1216O655, from a study of silicon, its oxide and their interface. The atomic structure is a simulated model.
Doubt: the forces sum to 4.17 eV/angstrom along one axis rather than to zero, so they err by at least 0.0022 eV/angstrom per atom on average; the grid cutoff is modest.

Settings
functional: PBE
method: Gaussian and plane waves
basis set: DZVP-MOLOPT-SR-GTH
pseudopotentials: GTH-PBE
grid cutoff: 300 Ry, relative cutoff 40 Ry
k points: Gamma only
occupations: fixed
spin: none
net charge: 0

Cell vectors (angstrom)
a	61.5484	0	0
b	0	15.3871	0
c	-5.1932	-0.514	34.2521

Atoms and the computed forces on them: element, x, y, z (angstrom), force x, y, z (eV/angstrom)
Si	-3.181	0.732	-2.875	-0.067	-0.037	0.111
Si	-4.133	3.455	-3.007	-0.081	-0.068	0.078
Si	-1.479	-7.469	-5.137	-0.082	0.092	0.05
Si	-3.613	7.514	-0.302	-0.07	-0.371	0.55
Si	-0.307	0.098	-3.064	-0.001	0.047	0.109
Si	0.738	2.831	-3.486	-0.002	-0.014	0.074
Si	-5.526	4.99	-7.154	-0.067	-0.029	0.026
Si	-2.141	-5.067	-3.261	0.082	-0.088	-0.039
Si	4.596	0.369	-2.144	-0.442	-0.039	0.603
Si	3.695	3.244	-2.701	0.004	0.047	0.164
Si	3.161	-7.781	-2.809	0.058	0.098	0.081
Si	3.082	-4.625	-3.046	-0.044	0.016	0.26
Si	7.718	-0.152	-2.067	0.273	0.026	0.574
Si	8.493	2.369	-3.927	-0.039	-0.073	0.138
Si	12.166	5.39	-5.122	0.135	-0.038	-0.033
Si	8.185	-3.147	-2.865	-0.122	0.153	0.24
Si	1.032	0.09	-0.337	0.694	0.078	0.228
Si	-0.553	4.485	-1.335	-0.054	0.077	0.06
Si	0.356	-8.582	-3.023	0.039	-0.122	0.192
Si	-0.904	-6.748	-1.05	-0.133	-0.063	0.054
Si	3.403	0.038	-0.066	-0.062	-0.061	-0.096
Si	4.208	3.845	0.153	-0.226	-0.072	0.702
Si	4.248	-7.732	0.148	-0.226	0.044	0.76
Si	4.042	-3.929	-0.102	-0.186	0.097	0.733
Si	8.442	0.007	0.128	0.024	0.065	-0.046
Si	7.365	3.962	0.186	0.163	-0.128	0.72
Si	7.378	-7.643	0.211	0.15	0.005	0.766
Si	7.224	-3.792	0.022	0.119	0.055	0.768
Si	10.825	0.124	-0.122	-0.314	0.32	0.504
Si	11.906	3.877	-0.146	-0.254	-0.083	0.793
Si	9.424	-7.906	-2.255	-0.057	-0.022	0.066
Si	10.167	-5.273	-3.827	-0.154	-0.105	0.157
Si	0.133	2.331	1.619	-0.045	0.29	0.48
Si	0.107	4.817	1.5	-0.07	-0.121	0.659
Si	-0.027	-5.31	1.538	-0.014	-0.085	0.764
Si	0.079	-2.216	1.545	-0.023	0.165	0.71
Si	3.87	1.867	1.373	-0.005	0.078	-0.047
Si	3.904	5.748	1.461	0.013	0.017	-0.063
Si	3.826	-5.767	1.363	0.054	-0.012	-0.089
Si	3.795	-1.934	1.208	0.018	-0.039	-0.045
Si	7.816	1.944	1.324	-0.04	0.033	-0.02
Si	7.654	5.826	1.54	-0.008	0.014	-0.003
Si	7.637	-5.666	1.41	-0.052	-0.028	-0.046
Si	7.723	-1.892	1.346	-0.05	-0.063	0.004
Si	11.613	1.928	1.24	0.02	0.038	-0.089
Si	11.558	5.748	1.245	0.024	0.052	-0.092
Si	11.487	-5.405	1.514	0.017	-0.153	0.767
Si	11.517	-2.323	1.5	-0.01	0.236	0.739
Si	-1.902	1.865	2.697	0.015	0.021	0.045
Si	-1.87	5.656	2.605	0.044	0.063	-0.014
Si	-1.958	-5.71	2.793	-0.02	-0.022	-0.021
Si	-1.916	-1.964	2.757	-0.024	-0.037	-0.038
Si	2.053	1.941	2.873	0.009	-0.042	0.054
Si	1.946	5.668	2.742	-0.034	0.022	-0.007
Si	1.934	-5.762	2.748	-0.018	-0.009	-0.002
Si	2.031	-1.978	2.791	-0.027	0.005	0.001
Si	5.843	1.867	2.684	0.004	0.009	0.023
Si	5.761	5.775	2.896	-0.015	0.004	0.038
Si	5.726	-5.731	2.776	-0.014	0.023	0.049
Si	5.735	-1.862	2.636	-0.034	-0.03	-0.005
Si	9.719	2.016	2.701	0.016	-0.059	-0.019
Si	9.679	5.787	2.708	-0.03	0.034	0.026
Si	9.55	-5.695	2.788	0.034	-0.003	0.003
Si	9.581	-1.996	2.793	-0.005	0.016	-0.023
Si	-1.911	-0.032	4.08	0.045	-0.005	-0.026
Si	-1.94	3.802	4.072	0.021	-0.005	-0.027
Si	-1.878	7.633	3.982	-0.008	0.001	-0.013
Si	-1.93	-3.832	4.188	0.023	0.001	0.047
Si	1.979	-0.038	4.122	-0.026	-0.008	-0.026
Si	2.042	3.845	4.215	-0.038	-0.012	-0.003
Si	1.897	7.653	4.044	-0.009	0.017	-0.017
Si	2.002	-3.879	4.161	-0.049	-0.004	-0.011
Si	5.781	-0.008	4.091	0.001	-0.008	0.01
Si	5.804	3.781	4.116	-0.01	0.035	-0.023
Si	5.755	7.737	4.163	-0.009	0.004	0.003
Si	5.753	-3.781	4.075	0.016	-0.012	-0.041
Si	9.652	0.025	4.038	0.023	0.003	-0.038
Si	9.67	3.882	4.11	0.009	0.041	-0.007
Si	9.636	-7.674	4.073	0.001	-0.012	-0.011
Si	9.573	-3.845	4.221	0.028	0.006	0
Si	0.024	-0.029	5.435	0.013	0	0.05
Si	0.02	3.822	5.424	-0.011	0.004	0.044
Si	-0.003	7.676	5.414	0.007	-0.002	0.036
Si	0.038	-3.852	5.474	-0.006	-0.007	0.012
Si	3.881	-0.011	5.491	0.003	0.015	0.006
Si	3.933	3.823	5.551	0.023	-0.005	0.035
Si	3.81	7.689	5.463	-0.006	0.006	0.002
Si	3.893	-3.841	5.515	0.023	-0.005	0.018
Si	7.729	0	5.428	-0.012	-0.01	0.012
Si	7.73	3.839	5.456	-0.014	-0.015	0.046
Si	7.714	-7.688	5.466	0.001	0.008	0.003
Si	7.637	-3.828	5.507	-0.018	0.01	0.024
Si	-3.836	-0.003	5.43	-0.019	-0.024	0.006
Si	-3.814	3.85	5.472	0.002	-0.027	0.047
Si	-3.801	-7.7	5.387	0.023	0.018	-0.013
Si	-3.855	-3.836	5.512	0.006	0	0.007
Si	0.03	1.879	12.258	-0.003	0.004	-0.017
Si	-0.006	5.789	12.264	0.014	-0.005	-0.014
Si	0.005	-5.776	12.317	0.005	0.001	-0.021
Si	-0.003	-1.95	12.318	-0.011	-0.004	-0.03
Si	3.858	1.928	12.295	-0.015	0.025	-0.015
Si	3.84	5.759	12.262	-0.007	-0.01	-0.029
Si	3.828	-5.781	12.29	0.008	0.002	-0.019
Si	3.829	-1.936	12.289	0.008	-0.007	-0.017
Si	7.708	1.933	12.286	-0.017	0	-0.018
Si	7.687	5.751	12.268	0	-0.015	-0.016
Si	7.67	-5.804	12.252	0.011	0.02	-0.022
Si	7.68	-1.908	12.249	-0.003	-0.017	-0.032
Si	-3.781	1.914	12.18	0.009	0.005	-0.019
Si	-3.804	5.787	12.183	0	0.007	-0.034
Si	-3.807	-5.808	12.222	0.006	0.01	-0.018
Si	-3.817	-1.921	12.208	0.011	-0.016	-0.015
Si	-1.893	1.848	13.6	0.022	0.002	0.036
Si	-1.935	5.827	13.619	-0.008	0.004	0.029
Si	-1.932	-5.786	13.674	-0.015	0.009	0.022
Si	-1.953	-1.966	13.66	-0.019	-0.007	-0.014
Si	1.931	1.889	13.656	0.023	-0.009	0.011
Si	1.916	5.762	13.619	0.001	0.007	0.001
Si	1.927	-5.778	13.698	-0.042	0.013	0.028
Si	1.923	-1.958	13.69	-0.003	0.021	0.029
Si	5.788	1.933	13.655	0.008	0.002	0.035
Si	5.759	5.774	13.622	-0.014	0.004	0.054
Si	5.759	-5.814	13.629	-0.007	-0.026	0.011
Si	5.767	-1.902	13.62	-0.004	0.013	0.004
Si	9.669	1.982	13.592	0.008	0.031	0.016
Si	9.632	5.744	13.587	-0.007	0.002	0.004
Si	9.6	-5.824	13.571	-0.016	-0.021	0.034
Si	9.605	-1.874	13.581	-0.009	-0.009	0.032
Si	-1.907	-0.062	15.034	-0.001	0.012	0.026
Si	-1.891	3.832	14.84	0.003	-0.018	-0.067
Si	-1.932	-7.674	15.094	0.01	0.006	0.056
Si	-2.032	-3.875	15.064	-0.022	-0.006	-0.017
Si	1.982	-0.03	15.051	-0.004	0.021	0.009
Si	1.875	3.842	14.966	-0.034	0.005	-0.018
Si	1.932	-7.737	15.025	0.03	-0.01	-0.023
Si	1.874	-3.864	15.1	-0.008	-0.04	0.012
Si	5.754	0.005	15.023	0	0.003	-0.019
Si	5.807	3.875	14.993	0.013	-0.02	0.042
Si	5.703	-7.724	15.034	-0.023	0.024	-0.038
Si	5.779	-3.855	14.91	0.023	-0.013	-0.033
Si	9.638	0.082	14.921	-0.014	-0.048	0.004
Si	9.707	3.872	14.997	0.055	0.004	-0.007
Si	9.536	-7.751	14.935	0.011	0.044	-0.01
Si	9.601	-3.857	14.817	-0.028	0.025	-0.029
Si	0.06	-0.074	16.399	-0.005	0.036	0.01
Si	-0.088	3.864	16.299	-0.002	0.008	0.029
Si	0.067	-7.751	16.441	-0.033	0.02	0.066
Si	-0.134	-3.892	16.449	0.008	-0.021	0.06
Si	3.892	-0.046	16.493	0.01	-0.021	0.024
Si	3.813	3.816	16.26	-0.015	-0.002	-0.001
Si	3.808	-7.763	16.465	0.018	-0.028	0.037
Si	3.931	-3.855	16.314	0.027	0.007	0.017
Si	7.733	0.108	16.274	0.028	-0.043	-0.041
Si	7.791	3.946	16.322	-0.046	0.043	0.051
Si	7.636	-7.707	16.356	0.061	-0.027	-0.007
Si	7.737	-3.829	16.187	0.019	-0.002	0
Si	-3.953	0.013	16.231	0.023	-0.05	0.036
Si	-3.724	3.809	16.236	0.019	0	0.063
Si	-4.005	-7.649	16.291	-0.016	0.042	0.064
Si	-4.051	-3.876	16.34	0.021	-0.016	0.093
Si	-0.076	1.938	17.626	-0.026	-0.042	0.006
Si	-0.032	5.683	17.836	0.016	-0.092	-0.022
Si	0.084	-5.817	17.813	0.035	-0.005	-0.038
Si	0.215	-1.996	17.807	0.039	0.092	-0.021
Si	3.799	1.986	17.736	-0.018	-0.005	0.047
Si	3.773	5.61	17.764	-0.003	0.018	0.049
Si	3.951	-5.752	17.692	0.02	-0.026	0.093
Si	4.19	-2.039	17.795	0.052	0.101	0.001
Si	7.652	2.048	17.656	0.036	-0.007	0.056
Si	7.611	5.808	17.808	-0.42	-0.073	-0.396
Si	8.106	-5.727	17.534	0.297	0.003	-0.37
Si	8.236	-1.887	17.407	0.081	-0.016	-0.007
Si	-3.852	1.886	17.648	0.005	-0.009	0.006
Si	-3.792	5.782	17.523	0.034	-0.005	-0.057
Si	-4.757	-5.781	17.592	-0.056	-0.016	-0.057
Si	-4.697	-1.872	17.433	-0.148	-0.103	-0.648
Si	-1.954	1.546	19.029	0.093	0.208	-0.741
Si	-2.007	6.355	18.987	0.034	0.037	-0.026
Si	-1.28	-6.771	19.519	0.056	-0.245	-0.727
Si	-1.017	-1.442	19.741	0.323	-0.099	-0.577
Si	1.785	2.458	18.919	0.195	0.277	-0.476
Si	2.568	-9.294	21.887	-0.037	-0.121	-0.219
Si	2.067	-5.143	18.965	-0.054	0.243	-0.612
Si	2.206	-2.669	18.972	0.018	-0.063	-0.139
Si	5.725	2.678	18.932	-0.033	-0.04	0.003
Si	5.714	5.112	19.035	0.006	0.034	-0.041
Si	5.608	-5.856	19.351	-0.166	0.149	-0.627
Si	6.433	-1.752	18.851	-0.182	-0.184	-0.644
Si	-5.748	2.549	18.871	-0.069	0.321	-0.579
Si	-5.46	4.995	18.978	-0.242	-0.183	-0.503
Si	-4.091	-5.528	19.814	-0.193	-0.054	-0.738
Si	-3.761	-2.493	20.27	0.001	-0.087	-0.127
Si	5.711	-3.38	21.165	0.008	-0.125	-0.066
Si	-6.169	-8.893	24.066	0.019	0.042	0.033
Si	6.571	-4.641	23.816	-0.071	-0.042	-0.032
Si	1.873	4.91	19.039	-0.001	-0.182	-0.725
Si	1.599	-1.974	21.123	-0.014	-0.068	-0.539
Si	-6.713	3.581	23.928	-0.137	-0.136	-0.12
Si	5.903	0.942	20.443	-0.103	0.495	-0.412
Si	1.352	-4.156	23.341	0.052	-0.031	-0.005
Si	6.245	2.981	-8.29	0.044	-0.084	-0.104
Si	1.102	-6.578	21.551	0.042	0.108	-0.254
Si	-1.749	3.247	21.702	0.088	-0.06	-0.111
Si	0.94	2.163	21.809	-0.118	-0.018	-0.075
Si	9.016	-3.668	-8.836	0.047	-0.025	-0.074
Si	8.633	1.246	21.771	0.075	-0.001	-0.2
Si	-3.249	-9.57	20.933	0.185	0.111	-0.609
Si	-6.22	-3.135	24.786	0.104	-0.008	-0.096
Si	9.325	-0.949	-7.244	0.051	0.015	0.009
Si	0.171	-8.402	-7.313	-0.169	0.021	0.025
Si	-1.059	-3.661	25.068	-0.092	0.006	-0.062
Si	7.198	-7.406	-7.661	0.153	-0.031	0.131
Si	2.119	-6.16	-7.059	0.047	0.096	-0.128
Si	-3.685	-5.044	24.541	-0.044	-0.017	-0.085
Si	6.632	-7.743	23.378	0.103	0.028	-0.115
Si	11.904	-0.907	-5.586	-0.059	0.063	0.047
Si	-4.429	-7.109	22.254	0.155	0.004	-0.052
Si	5.48	-0.134	24.732	-0.042	0.003	-0.033
Si	-0.407	4.263	-5.916	-0.049	-0.012	0.046
Si	6.79	5.215	-6.513	0.037	-0.05	0.067
Si	-1.197	-2.503	-4.551	-0.033	0.137	0.096
Si	2.835	3.661	23.662	-0.145	-0.016	-0.004
Si	1.371	-3.727	-5.43	0.172	0.137	0.122
Si	-3.346	0.001	25.058	0.142	0.021	-0.002
Si	4.991	-5.375	-7.134	-0.014	0.094	0.195
Si	9.713	-7.737	-8.805	0.053	0.068	0.073
Si	5.607	2.969	24.668	0.001	0	0.056
Si	13.289	-0.272	-8.231	-0.067	-0.058	0.028
Si	5.609	-3.618	-4.647	-0.06	0.1	0.037
Si	4.071	-0.876	22.039	0.14	0.043	-0.022
Si	7.841	4.985	-2.588	0.042	0.005	0.071
Si	-0.226	2.403	-8.22	0	-0.083	-0.022
Si	5.515	6.66	20.804	0.156	-0.423	-0.482
Si	-5.191	-1.181	22.735	-0.011	0.008	-0.142
Si	4.68	-0.603	-4.973	0.071	0.004	0.137
Si	2.853	-1.428	-7.132	-0.079	-0.078	0.074
Si	5.311	5.682	-3.744	-0.08	-0.088	0.107
Si	7.138	0.862	-6.23	-0.086	0.025	-0.021
Si	-1.002	1.446	23.84	0.088	-0.022	-0.159
Si	9.387	-5.905	-6.746	-0.02	-0.02	0.015
Si	12.203	0.653	-2.851	-0.076	-0.067	0.099
Si	11.305	3.391	-3.011	-0.118	-0.049	0.072
Si	13.874	-7.613	-4.995	-0.016	0.123	0.105
Si	11.802	7.496	-0.314	-0.061	-0.382	0.563
Si	15.081	0.032	-2.982	0.031	0.015	0.123
Si	16.066	2.836	-3.389	0.001	0.01	0.128
Si	9.808	4.949	-7.179	-0.069	0.014	-0.016
Si	13.254	-5.098	-3.208	0.062	-0.092	-0.021
Si	20.148	0.479	-2.515	-0.058	0.128	0.147
Si	19.067	3.323	-2.783	0.008	0.028	0.16
Si	18.675	-7.609	-2.879	0.051	0.079	0.17
Si	18.541	-4.427	-3.047	-0.056	-0.012	0.253
Si	23.244	-0.082	-2.18	0.144	0.029	0.61
Si	24.009	2.433	-3.987	-0.058	-0.096	0.14
Si	27.718	5.494	-5.05	0.116	-0.056	-0.066
Si	23.618	-3.084	-2.888	-0.133	0.116	0.269
Si	16.294	0.034	-0.219	0.669	0.083	0.367
Si	14.991	4.441	-1	0.187	0.052	0.622
Si	15.855	-8.507	-2.89	0.054	0.019	0.097
Si	14.466	-6.707	-1.04	-0.098	-0.064	0.047
Si	18.627	0.013	0.237	-0.442	-0.022	0.557
Si	19.576	3.835	0.132	-0.244	-0.018	0.742
Si	19.636	-7.696	0.109	-0.238	0.002	0.771
Si	19.378	-3.879	-0.065	-0.211	0.074	0.732
Si	23.755	0.053	0.089	0.053	0.043	-0.033
Si	22.722	3.961	0.204	0.137	-0.111	0.748
Si	22.762	-7.632	0.221	0.113	0.029	0.743
Si	22.569	-3.75	0.002	0.149	0.04	0.78
Si	26.154	0.18	-0.132	-0.335	0.299	0.51
Si	27.22	3.919	-0.129	-0.208	-0.063	0.746
Si	24.868	-7.939	-2.202	-0.04	-0.047	0.082
Si	25.602	-5.304	-3.734	-0.12	-0.104	0.106
Si	15.451	2.308	1.663	-0.01	0.316	0.446
Si	15.454	4.734	1.325	-0.073	-0.028	0.042
Si	15.331	-5.351	1.583	-0.001	-0.112	0.749
Si	15.389	-2.272	1.621	0.008	0.172	0.691
Si	19.204	1.922	1.46	0.007	0.03	-0.036
Si	19.279	5.763	1.408	0.002	0.037	-0.061
Si	19.177	-5.756	1.357	0.059	-0.008	-0.099
Si	19.118	-1.975	1.364	0.051	-0.001	-0.035
Si	23.162	1.957	1.347	-0.034	0.062	-0.018
Si	22.995	5.836	1.548	-0.001	0.012	0
Si	22.994	-5.634	1.39	-0.058	-0.028	-0.047
Si	23.072	-1.856	1.326	-0.044	-0.056	0.003
Si	26.959	1.958	1.238	0.014	0.042	-0.044
Si	26.908	5.779	1.285	0.004	0.016	-0.063
Si	26.797	-5.362	1.493	0.068	-0.147	0.773
Si	26.868	-2.282	1.451	-0.007	0.245	0.75
Si	13.434	1.852	2.754	0.042	0.002	0.051
Si	13.529	5.596	2.565	0.018	0.052	0.056
Si	13.408	-5.746	2.841	-0.017	-0.005	-0.008
Si	13.421	-2.007	2.84	-0.014	-0.029	-0.037
Si	17.372	1.94	2.92	0.006	-0.051	0.046
Si	17.28	5.623	2.625	0.003	0.04	0.019
Si	17.298	-5.787	2.77	-0.013	0.006	-0.004
Si	17.333	-2.023	2.881	-0.021	0.042	-0.012
Si	21.199	1.889	2.724	0.004	0.004	-0.006
Si	21.102	5.787	2.893	-0.011	0.009	0.026
Si	21.084	-5.713	2.764	-0.018	0.024	0.049
Si	21.11	-1.861	2.681	-0.034	-0.027	-0.023
Si	25.076	2.034	2.707	0.018	-0.052	-0.027
Si	25.018	5.807	2.718	-0.024	0.029	0.017
Si	24.886	-5.656	2.789	0.018	-0.001	0.007
Si	24.942	-1.96	2.767	-0.014	0.001	-0.033
Si	13.447	-0.051	4.127	0.049	-0.002	-0.005
Si	13.415	3.797	4.099	0.017	0.019	-0.035
Si	13.495	-7.809	3.988	0.024	-0.001	-0.061
Si	13.424	-3.877	4.252	0.021	-0.001	0.052
Si	17.32	-0.048	4.161	-0.024	-0.022	0.012
Si	17.364	3.867	4.206	-0.035	0.015	-0.022
Si	17.239	7.599	4.008	-0.013	0.005	-0.046
Si	17.339	-3.925	4.222	-0.04	-0.016	0.007
Si	21.142	0.004	4.115	-0.009	-0.009	0.012
Si	21.154	3.805	4.135	0	0.036	-0.03
Si	21.104	7.752	4.153	-0.007	0	-0.006
Si	21.121	-3.783	4.097	0.024	-0.013	-0.045
Si	25.016	0.044	4.028	0.024	0.005	-0.033
Si	25.025	3.901	4.109	0.017	0.035	-0.012
Si	24.985	-7.643	4.061	0.009	-0.016	-0.013
Si	24.929	-3.805	4.204	0.025	0.012	0.007
Si	15.377	-0.032	5.485	0.008	-0.002	0.038
Si	15.369	3.83	5.454	-0.009	0.004	0.016
Si	15.363	7.65	5.425	0.015	0.014	0.04
Si	15.388	-3.881	5.537	-0.013	-0.003	0.013
Si	19.236	-0.009	5.511	-0.011	0.022	-0.001
Si	19.264	3.842	5.546	0.026	-0.033	0.026
Si	19.152	7.678	5.446	-0.009	-0.002	-0.001
Si	19.254	-3.846	5.538	0.02	0.002	0.006
Si	23.099	0.018	5.429	-0.004	-0.004	0.016
Si	23.089	3.861	5.458	-0.008	-0.007	0.054
Si	23.067	-7.669	5.454	0.002	0.01	0.005
Si	23.008	-3.813	5.512	-0.018	0.008	0.025
Si	11.527	-0.014	5.476	-0.015	-0.021	0.008
Si	11.55	3.85	5.506	-0.004	-0.037	0.046
Si	11.577	-7.726	5.412	0.006	-0.003	-0.017
Si	11.502	-3.858	5.566	0.008	-0.003	0.008
Si	15.375	1.885	12.314	-0.01	0.002	-0.01
Si	15.358	5.79	12.318	0.007	-0.003	-0.006
Si	15.356	-5.777	12.346	-0.001	0.002	-0.024
Si	15.354	-1.945	12.348	-0.018	-0.011	-0.023
Si	19.232	1.94	12.303	-0.007	0.035	-0.01
Si	19.228	5.773	12.27	-0.01	-0.007	-0.027
Si	19.211	-5.762	12.297	0.015	0.001	-0.014
Si	19.206	-1.922	12.288	0.007	-0.001	-0.017
Si	23.079	1.963	12.23	-0.019	0.007	-0.022
Si	23.086	5.774	12.241	-0.001	-0.009	-0.014
Si	23.058	-5.787	12.217	0.012	0.025	-0.024
Si	23.063	-1.892	12.21	-0.013	-0.013	-0.024
Si	11.589	1.921	12.263	0.003	0.003	-0.02
Si	11.56	5.784	12.261	-0.006	0.009	-0.036
Si	11.555	-5.805	12.284	0.011	0.001	-0.023
Si	11.547	-1.914	12.274	0.03	-0.014	-0.022
Si	13.463	1.846	13.698	0.017	0.005	0.034
Si	13.429	5.819	13.693	0.012	0.004	0.025
Si	13.428	-5.777	13.732	-0.027	-0.005	0.02
Si	13.415	-1.967	13.72	-0.014	-0.013	-0.005
Si	17.301	1.912	13.665	0.021	-0.022	-0.006
Si	17.309	5.782	13.636	0.003	0.004	-0.006
Si	17.294	-5.772	13.688	-0.05	0.03	0.023
Si	17.295	-1.939	13.689	0	0.022	0.039
Si	21.181	1.947	13.638	0.011	-0.011	0.032
Si	21.163	5.8	13.608	-0.016	0.005	0.054
Si	21.16	-5.786	13.619	-0.011	-0.028	0.02
Si	21.157	-1.886	13.598	0.005	0.021	-0.003
Si	25.046	2.032	13.508	0.005	0.019	0.006
Si	25.042	5.773	13.55	0.003	0.005	-0.002
Si	24.998	-5.801	13.519	-0.009	-0.002	0.023
Si	25.001	-1.845	13.521	-0.006	-0.018	-0.003
Si	13.447	-0.086	15.129	-0.017	0.036	0.026
Si	13.457	3.834	14.946	-0.025	-0.009	-0.051
Si	13.436	-7.666	15.15	-0.009	0	0.05
Si	13.303	-3.867	15.135	-0.026	-0.004	-0.017
Si	17.333	-0.008	15.05	-0.002	0.036	-0.004
Si	17.264	3.864	14.978	-0.028	0.013	-0.014
Si	17.344	-7.71	15.034	0.036	-0.01	-0.012
Si	17.211	-3.857	15.072	-0.022	-0.036	0
Si	21.149	0.015	15.008	-0.015	0.043	-0.023
Si	21.214	3.894	14.967	0.016	-0.021	0.035
Si	21.12	-7.696	15.024	-0.02	0.021	-0.036
Si	21.176	-3.825	14.903	0.011	-0.018	-0.036
Si	24.993	0.138	14.82	-0.012	-0.043	-0.01
Si	25.114	3.895	14.952	0.056	0.002	0.003
Si	24.958	-7.718	14.899	0.008	0.05	0.006
Si	24.997	-3.828	14.759	-0.022	0.021	-0.037
Si	15.437	-0.047	16.447	0.015	0.012	0.012
Si	15.315	3.897	16.335	0.005	0.02	0.024
Si	15.479	-7.724	16.443	-0.041	0.03	0.053
Si	15.231	-3.858	16.47	0.005	-0.014	0.072
Si	19.254	0.005	16.449	0.039	-0.037	0.02
Si	19.224	3.85	16.238	-0.003	0.003	-0.012
Si	19.235	-7.715	16.473	0.012	-0.02	0.034
Si	19.267	-3.867	16.241	0.022	0.033	0.042
Si	23.133	0.124	16.254	0.01	-0.062	-0.025
Si	23.205	3.968	16.285	-0.054	0.055	0.049
Si	23.068	-7.679	16.33	0.045	-0.005	0.003
Si	23.151	-3.783	16.167	0.02	0.011	0.023
Si	11.438	-0.076	16.432	0.015	-0.02	0.058
Si	11.639	3.811	16.392	0.03	-0.022	0.047
Si	11.368	-7.662	16.384	0	0.025	0.054
Si	11.274	-3.861	16.438	0.03	-0.006	0.07
Si	15.337	1.977	17.666	-0.022	-0.047	0
Si	15.438	5.73	17.851	0.024	-0.09	-0.041
Si	15.525	-5.786	17.797	0.07	0.005	-0.049
Si	15.533	-1.966	17.858	0.022	0.101	0.02
Si	19.215	2.02	17.706	-0.048	-0.021	0.042
Si	19.214	5.644	17.741	0	0.012	0.062
Si	19.404	-5.698	17.708	0.045	-0.049	0.099
Si	19.368	-2.028	17.678	-0.496	0.152	-0.233
Si	23.069	2.073	17.623	0.044	-0.009	0.035
Si	23.034	5.828	17.777	-0.404	-0.069	-0.403
Si	23.57	-5.685	17.484	0.267	-0.03	-0.408
Si	23.755	-1.854	17.372	0.041	-0.005	-0.011
Si	11.54	1.841	17.773	0.042	0.022	0.005
Si	11.678	5.807	17.676	-0.033	-0.062	-0.033
Si	10.573	-5.791	17.649	-0.065	-0.051	-0.057
Si	10.682	-1.945	17.752	-0.009	0.019	0.002
Si	13.487	1.648	19.117	0.027	0.188	-0.743
Si	13.518	6.429	19.039	0.083	0.048	-0.034
Si	14.166	-6.675	19.51	0.063	-0.284	-0.705
Si	14.328	-1.373	19.819	0.372	-0.188	-0.588
Si	17.23	2.479	18.918	0.153	0.292	-0.471
Si	18.037	-9.244	21.851	-0.026	-0.106	-0.214
Si	17.498	-5.122	18.956	-0.079	0.289	-0.587
Si	17.52	-2.659	18.988	0.011	-0.119	-0.139
Si	21.143	2.697	18.884	-0.03	0.005	0.008
Si	21.146	5.146	19.018	0.004	0.047	-0.046
Si	21.116	-5.767	19.342	-0.246	0.186	-0.621
Si	22.246	-1.685	19.091	0.374	-0.057	-0.386
Si	9.576	2.207	19.011	-0.039	-0.194	-0.726
Si	10.135	5.312	19.341	0.436	0.183	-0.525
Si	11.323	-5.497	19.825	-0.264	-0.072	-0.68
Si	11.421	-2.415	19.986	-0.166	0.187	-0.661
Si	21.277	-3.306	21.242	0.013	-0.142	-0.145
Si	9.268	-8.885	24.075	-0.003	0.034	0.044
Si	21.961	-4.669	23.916	-0.041	-0.036	-0.059
Si	17.339	4.929	19.022	0.002	-0.182	-0.719
Si	17.008	-1.973	21.16	-0.106	-0.06	-0.589
Si	8.57	3.575	23.841	-0.13	-0.16	-0.048
Si	21.394	1.03	20.452	-0.16	0.359	-0.439
Si	16.819	-4.147	23.389	0.097	-0.019	-0.06
Si	21.802	3.029	-8.315	-0.004	-0.063	-0.104
Si	16.543	-6.54	21.548	0.065	0.114	-0.291
Si	13.816	3.343	21.754	0.065	-0.071	-0.109
Si	16.489	2.182	21.829	-0.113	-0.04	-0.079
Si	24.44	-3.694	-8.739	0.025	-0.01	-0.046
Si	24.026	1.372	21.786	0.057	-0.037	-0.253
Si	12.473	-9.389	21.101	0.171	0.036	-0.62
Si	9.214	-3.267	24.72	-0.005	0.042	-0.132
Si	24.832	-0.939	-7.222	0.07	-0.008	0.012
Si	15.587	-8.435	-7.232	-0.155	-0.015	0.024
Si	14.397	-3.691	25.084	-0.063	-0.064	-0.058
Si	22.692	-7.393	-7.595	0.152	-0.03	0.125
Si	17.557	-6.182	-7.042	0.004	0.081	-0.109
Si	11.759	-5.055	24.604	-0.037	-0.03	-0.034
Si	22.087	-7.721	23.387	0.088	0	-0.127
Si	27.362	-0.737	-5.511	-0.071	0.041	0.023
Si	11.134	-7.079	22.306	0.109	-0.028	-0.067
Si	20.941	-0.09	24.735	-0.058	-0.021	-0.079
Si	14.961	4.206	-5.943	-0.058	-0.066	0.022
Si	22.333	5.226	-6.471	0.052	-0.046	0.069
Si	14.228	-2.537	-4.538	-0.064	0.145	0.091
Si	18.37	3.724	23.646	-0.131	-0.04	-0.055
Si	16.797	-3.677	-5.471	0.15	0.123	0.119
Si	12.127	-0.063	24.874	0.019	0.052	-0.013
Si	20.425	-5.385	-7.077	-0.04	0.111	0.163
Si	25.184	-7.668	-8.776	0.057	0.075	0.067
Si	21.126	3.028	24.702	-0.008	0.009	0.064
Si	28.711	-0.225	-8.159	-0.054	-0.04	0.044
Si	21.033	-3.444	-4.7	-0.09	0.064	0.045
Si	19.545	-0.837	21.997	0.107	0.007	-0.021
Si	23.253	4.97	-2.566	0.022	0.029	0.075
Si	15.157	2.3	-8.314	0.018	-0.04	0.034
Si	20.983	6.733	20.779	0.153	-0.432	-0.49
Si	10.225	-1.222	22.655	0.06	-0.073	-0.184
Si	20.122	-0.497	-5.251	0.12	-0.022	0.083
Si	18.252	-1.41	-7.252	-0.157	-0.077	0.068
Si	20.75	5.752	-3.755	-0.068	-0.085	0.089
Si	22.67	0.916	-6.329	-0.041	0.004	-0.021
Si	14.528	1.483	23.858	0.077	-0.025	-0.169
Si	24.877	-5.896	-6.661	-0.018	-0.003	0.022
Si	27.598	0.79	-2.813	0.009	-0.062	0.102
Si	26.727	3.523	-3.005	-0.121	-0.069	0.078
Si	29.355	-7.336	-5.029	-0.05	-0.012	0.041
Si	27.163	7.556	-0.225	-0.075	-0.363	0.518
Si	30.561	0.071	-2.687	0.285	0.052	0.576
Si	31.576	2.81	-3.37	-0.001	0.01	-0.006
Si	25.358	5.042	-7.132	-0.067	-0.014	0.035
Si	28.638	-5.049	-3.22	0.053	-0.099	-0.003
Si	-26.137	0.37	-2.212	-0.415	-0.012	0.674
Si	-26.918	3.269	-2.745	0.039	0.051	0.147
Si	-27.578	-7.79	-2.876	0.096	0.092	0.054
Si	-27.638	-4.642	-3.108	-0.01	-0.018	0.244
Si	-23.034	-0.245	-2.121	0.194	0.064	0.622
Si	-22.393	2.374	-3.857	-0.042	-0.023	0.127
Si	-18.581	5.488	-5.096	0.1	-0.077	-0.012
Si	-22.56	-3.243	-2.858	-0.077	0.129	0.223
Si	31.632	0.115	-0.561	0.533	0.049	-0.414
Si	30.175	4.571	-1.331	-0.069	0.146	0.046
Si	31.148	-8.418	-2.759	-0.035	-0.072	0.191
Si	29.946	-6.621	-0.762	0.161	0.323	0.57
Si	34.099	0.088	-0.21	-0.05	-0.027	-0.078
Si	35.334	3.922	0.119	0.381	-0.168	0.506
Si	35.07	-7.708	0.097	-0.263	0.029	0.797
Si	34.797	-3.909	-0.153	-0.19	0.091	0.729
Si	39.166	0.046	0.079	0.041	0.064	-0.039
Si	37.831	4.018	0.01	-0.117	-0.024	-0.066
Si	38.171	-7.574	0.266	0.153	-0.144	0.759
Si	37.976	-3.793	0.015	0.132	0.139	0.774
Si	-19.993	0.164	-0.158	-0.308	0.312	0.524
Si	-18.957	3.899	-0.184	-0.208	-0.053	0.779
Si	-21.39	-8.012	-2.14	-0.137	-0.123	0.006
Si	-20.627	-5.478	-3.801	-0.189	-0.108	0.161
Si	30.874	2.339	1.567	-0.06	0.327	0.526
Si	30.858	4.831	1.488	-0.046	-0.174	0.642
Si	30.615	-5.398	1.207	-0.069	-0.549	0.137
Si	30.802	-2.258	1.379	-0.059	0.176	0.752
Si	34.666	1.928	1.238	0.002	0.003	-0.042
Si	34.727	5.765	1.419	0.031	0.038	-0.064
Si	34.568	-5.756	1.301	0.031	-0.015	-0.063
Si	34.51	-1.887	1.106	0.063	-0.001	-0.059
Si	38.513	2.034	1.187	-0.017	0.039	0.016
Si	38.391	5.797	1.449	0.023	0.083	-0.035
Si	38.372	-5.614	1.462	-0.041	-0.018	-0.016
Si	38.471	-1.86	1.301	-0.038	-0.075	-0.006
Si	-19.199	1.957	1.199	0.035	0.026	-0.064
Si	-19.225	5.76	1.251	0.025	0.017	-0.067
Si	-19.31	-5.367	1.47	0.037	-0.15	0.74
Si	-19.273	-2.286	1.439	0.012	0.232	0.741
Si	28.848	1.877	2.676	0.016	0.016	0.027
Si	28.88	5.65	2.607	0.036	0.061	-0.003
Si	28.797	-5.729	2.692	-0.01	-0.014	-0.032
Si	28.846	-1.968	2.68	-0.004	-0.03	-0.049
Si	32.834	1.961	2.759	0.014	-0.02	0.04
Si	32.735	5.654	2.678	-0.043	0.021	-0.02
Si	32.582	-5.81	2.546	-0.032	0.004	0.01
Si	32.735	-1.988	2.667	-0.031	0.023	0.012
Si	36.596	1.882	2.613	-0.008	0.006	-0.004
Si	36.546	5.818	2.875	0.001	-0.008	0.004
Si	36.435	-5.699	2.768	-0.001	0.023	0.033
Si	36.46	-1.828	2.558	-0.033	-0.053	-0.002
Si	-21.123	2.073	2.605	0.017	-0.085	-0.032
Si	-21.14	5.791	2.649	-0.022	0.044	0.011
Si	-21.234	-5.653	2.771	0.051	-0.004	0.009
Si	-21.21	-1.962	2.74	-0.002	0.015	-0.034
Si	28.846	-0.041	4.029	0.036	0.011	-0.028
Si	28.809	3.8	4.065	0.017	-0.007	-0.021
Si	28.862	-7.745	3.945	0.002	0.015	-0.014
Si	28.831	-3.846	4.103	0.007	-0.018	0.039
Si	32.724	-0.034	4.009	-0.016	-0.018	-0.03
Si	32.798	3.834	4.15	-0.03	-0.019	0.03
Si	32.631	-7.729	3.944	0.005	0.018	-0.018
Si	32.691	-3.916	4.009	-0.021	-0.022	-0.001
Si	36.533	0.013	4.026	0.003	-0.024	0.021
Si	36.559	3.799	4.056	-0.024	0.039	-0.037
Si	36.514	-7.618	4.141	-0.026	0.023	0.018
Si	36.476	-3.735	4.024	0.018	-0.005	-0.032
Si	-21.158	0.073	3.955	0.022	0	-0.042
Si	-21.125	3.902	4.059	0.023	0.033	-0.014
Si	-21.164	-7.658	4.012	0.001	-0.011	0.007
Si	-21.212	-3.799	4.184	0.028	0.008	0.012
Si	30.788	-0.014	5.371	0.012	-0.001	0.037
Si	30.783	3.826	5.385	-0.009	0.014	0.049
Si	30.75	-7.704	5.358	0.01	0	0.038
Si	30.783	-3.853	5.405	-0.001	0.004	0.002
Si	34.616	-0.001	5.406	-0.002	0.021	0.005
Si	34.685	3.832	5.49	0.021	-0.003	0.036
Si	34.539	-7.676	5.391	-0.007	-0.007	0.008
Si	34.583	-3.837	5.411	0.006	-0.01	0.017
Si	-23.067	0.024	5.364	-0.007	-0.006	0.011
Si	-23.064	3.856	5.398	-0.002	-0.006	0.061
Si	-23.07	-7.652	5.425	0.002	-0.005	-0.001
Si	-23.167	-3.792	5.445	-0.014	0.007	0.015
Si	26.93	-0.003	5.409	-0.015	-0.018	0.012
Si	26.934	3.856	5.467	0.002	-0.025	0.044
Si	26.946	-7.685	5.369	0.023	0.005	0.003
Si	26.912	-3.835	5.466	0.005	0.008	0.01
Si	30.782	1.906	12.23	-0.017	-0.001	-0.014
Si	30.751	5.798	12.256	0.006	-0.003	-0.012
Si	30.762	-5.778	12.262	-0.001	0.005	-0.024
Si	30.759	-1.934	12.272	-0.01	-0.006	-0.027
Si	34.625	1.947	12.241	0.004	0.023	-0.01
Si	34.616	5.776	12.209	-0.012	-0.011	-0.027
Si	34.617	-5.766	12.217	0.021	0.006	-0.016
Si	34.602	-1.912	12.225	0.012	-0.003	-0.02
Si	-23.091	1.97	12.193	-0.028	0.006	-0.025
Si	-23.082	5.782	12.201	-0.006	-0.01	-0.015
Si	-23.104	-5.78	12.177	0.013	0.029	-0.022
Si	-23.099	-1.883	12.173	-0.003	-0.011	-0.025
Si	26.981	1.941	12.196	0.01	0.002	-0.023
Si	26.961	5.8	12.206	0.001	0.013	-0.039
Si	26.949	-5.794	12.217	0.009	0.004	-0.03
Si	26.945	-1.896	12.211	0.011	-0.012	-0.025
Si	28.874	1.877	13.603	0.012	0.008	0.045
Si	28.827	5.826	13.644	0.012	0.002	0.031
Si	28.834	-5.792	13.64	-0.012	-0.007	0.037
Si	28.824	-1.955	13.636	-0.013	-0.003	-0.009
Si	32.695	1.919	13.601	0.011	-0.019	0.009
Si	32.699	5.776	13.579	0	0	-0.007
Si	32.706	-5.794	13.596	-0.048	0.033	0.03
Si	32.695	-1.93	13.621	-0.011	0.017	0.019
Si	36.56	1.954	13.597	0.012	-0.011	0.033
Si	36.542	5.803	13.563	-0.018	0.004	0.056
Si	36.546	-5.782	13.572	-0.012	-0.031	0.024
Si	36.542	-1.877	13.553	0.003	0.019	-0.006
Si	-21.127	2.038	13.481	0.008	0.018	0.005
Si	-21.129	5.777	13.52	0.004	0.003	-0.003
Si	-21.17	-5.796	13.492	-0.003	-0.005	0.023
Si	-21.167	-1.839	13.495	-0.013	-0.017	0
Si	28.878	-0.049	15.009	0.01	0.035	-0.012
Si	28.85	3.837	14.898	-0.035	-0.007	-0.053
Si	28.842	-7.657	15.098	-0.007	0.004	0.044
Si	28.735	-3.882	15.015	-0.009	0.017	-0.035
Si	32.732	0.001	14.99	0	-0.001	-0.013
Si	32.649	3.859	14.931	-0.031	0.016	-0.001
Si	32.742	-7.715	14.972	0.042	-0.013	-0.009
Si	32.65	-3.88	14.955	0	-0.015	-0.026
Si	36.533	0.02	14.967	-0.016	0.044	-0.029
Si	36.592	3.901	14.93	0.016	-0.021	0.037
Si	36.501	-7.693	14.979	-0.021	0.021	-0.036
Si	36.568	-3.817	14.856	0.008	-0.012	-0.029
Si	-21.17	0.145	14.794	-0.012	-0.046	-0.008
Si	-21.052	3.901	14.924	0.052	0.003	0.003
Si	-21.205	-7.716	14.871	0.006	0.049	0.008
Si	-21.17	-3.822	14.733	-0.02	0.023	-0.03
Si	30.833	-0.048	16.377	-0.027	-0.014	0.008
Si	30.699	3.877	16.297	-0.005	0.009	0.018
Si	30.885	-7.738	16.388	-0.042	0.024	0.052
Si	30.684	-3.925	16.307	0.023	0.013	0.066
Si	34.64	0.01	16.407	0.051	-0.022	0.015
Si	34.602	3.853	16.203	-0.002	0.007	-0.007
Si	34.618	-7.716	16.429	0.015	-0.01	0.039
Si	34.66	-3.862	16.186	0.017	0.026	0.05
Si	38.515	0.128	16.218	0.01	-0.06	-0.022
Si	38.584	3.972	16.25	-0.055	0.056	0.047
Si	38.446	-7.679	16.289	0.046	-0.007	0.004
Si	38.53	-3.779	16.136	0.024	0.005	0.025
Si	26.855	0.021	16.225	0.017	-0.032	0.028
Si	27.038	3.814	16.362	0.043	-0.034	0.034
Si	26.788	-7.636	16.358	-0.008	0.028	0.058
Si	26.732	-3.875	16.319	0.023	-0.03	0.098
Si	30.709	1.954	17.64	-0.009	-0.064	0.023
Si	30.823	5.72	17.802	0.025	-0.096	-0.046
Si	30.94	-5.794	17.727	0.039	0.008	-0.03
Si	30.978	-2.053	17.673	0.468	0.078	-0.416
Si	34.596	2.023	17.673	-0.03	-0.022	0.039
Si	34.589	5.646	17.712	0.002	0.014	0.057
Si	34.782	-5.69	17.654	0.031	-0.048	0.089
Si	34.747	-2.025	17.636	-0.486	0.149	-0.236
Si	38.453	2.076	17.585	0.042	-0.009	0.033
Si	38.418	5.833	17.741	-0.411	-0.069	-0.396
Si	38.933	-5.689	17.449	0.256	-0.018	-0.406
Si	39.14	-1.849	17.337	0.045	-0.011	-0.013
Si	26.932	1.82	17.732	0.032	0.03	0.034
Si	27.083	5.817	17.638	-0.034	-0.064	-0.041
Si	26.021	-5.739	17.629	-0.05	-0.028	-0.039
Si	26.169	-1.871	17.428	-0.287	-0.098	-0.646
Si	28.856	1.668	19.123	0.005	0.049	-0.771
Si	28.916	6.438	19.004	0.084	0.04	-0.023
Si	29.581	-6.673	19.443	0.061	-0.289	-0.702
Si	29.534	-1.273	20.211	0.022	0.047	-0.168
Si	32.605	2.476	18.883	0.161	0.313	-0.47
Si	-28.166	-9.25	21.834	-0.044	-0.119	-0.2
Si	32.888	-5.112	18.916	-0.042	0.313	-0.559
Si	32.899	-2.649	18.954	0.013	-0.158	-0.146
Si	36.529	2.703	18.848	-0.035	0.009	0.01
Si	36.529	5.152	18.979	0.003	0.046	-0.042
Si	36.473	-5.769	19.301	-0.215	0.182	-0.624
Si	37.625	-1.688	19.046	0.39	-0.043	-0.371
Si	24.98	2.204	18.999	-0.038	-0.197	-0.716
Si	25.556	5.32	19.318	0.427	0.14	-0.523
Si	26.772	-5.444	19.827	-0.255	-0.072	-0.719
Si	26.853	-2.361	20.404	0.127	-0.126	-0.083
Si	-24.893	-3.301	21.193	0.013	-0.163	-0.144
Si	24.732	-8.825	24.093	-0.001	0.055	0.054
Si	-24.27	-4.609	23.911	-0.061	-0.054	-0.079
Si	32.71	4.933	18.997	0.025	-0.197	-0.705
Si	32.402	-1.937	21.135	-0.017	-0.145	-0.594
Si	24.088	3.637	23.832	-0.15	-0.158	-0.045
Si	36.791	1.034	20.412	-0.142	0.378	-0.453
Si	32.153	-4.114	23.339	0.068	0.004	-0.054
Si	-24.499	3.023	-8.333	0.028	-0.051	-0.135
Si	31.932	-6.527	21.507	0.087	0.093	-0.279
Si	29.17	3.379	21.698	0.046	-0.088	-0.09
Si	31.839	2.177	21.783	-0.11	-0.047	-0.085
Si	-21.822	-3.632	-8.748	0.047	-0.005	-0.063
Si	-22.121	1.38	21.747	0.058	-0.05	-0.251
Si	27.877	-9.344	21.087	0.164	0.046	-0.615
Si	24.506	-3.25	24.888	0.026	-0.015	-0.051
Si	-21.499	-0.864	-7.243	0.03	0.034	-0.028
Si	31.054	-8.39	-7.221	-0.127	-0.059	0.052
Si	29.792	-3.631	25.074	-0.06	0.011	-0.016
Si	-23.581	-7.409	-7.645	0.166	0	0.084
Si	-28.653	-6.091	-7.036	0.042	0.053	-0.095
Si	27.135	-4.971	24.608	-0.043	-0.029	-0.035
Si	-24.181	-7.693	23.355	0.072	0.003	-0.122
Si	-18.9	-0.799	-5.604	-0.05	0.085	0.071
Si	26.569	-7.007	22.308	0.122	-0.037	-0.059
Si	-25.291	-0.095	24.709	-0.058	-0.002	-0.059
Si	30.473	4.214	-5.929	-0.058	-0.006	0
Si	-23.882	5.204	-6.514	0.04	-0.065	0.06
Si	29.692	-2.423	-4.303	-0.034	0.182	0.098
Si	-27.867	3.702	23.629	-0.167	-0.016	0.001
Si	32.139	-3.7	-5.458	0.175	0.095	0.066
Si	27.51	-0.085	24.893	0.07	0.049	-0.011
Si	-25.762	-5.316	-7.138	-0.034	0.103	0.167
Si	-21.109	-7.687	-8.858	0.04	0.066	0.064
Si	-25.084	3.017	24.647	-0.013	0.005	0.061
Si	-17.512	-0.221	-8.186	-0.049	-0.028	0.044
Si	-25.137	-3.577	-4.676	-0.089	0.096	0.029
Si	-26.604	-0.828	21.946	0.133	-0.003	-0.039
Si	-23.206	4.854	-2.178	0.094	-0.138	0.66
Si	30.617	2.31	-8.32	-0.018	-0.039	0.009
Si	36.323	6.737	20.735	0.162	-0.416	-0.494
Si	25.386	-1.167	22.819	0.071	0.032	-0.039
Si	-26.166	-0.576	-5.012	0.084	0	0.097
Si	-27.899	-1.464	-7.191	-0.08	-0.036	0.022
Si	-25.467	5.655	-3.831	-0.043	-0.087	0.112
Si	-23.709	0.959	-6.229	-0.044	0.046	-0.064
Si	29.849	1.473	23.781	0.089	-0.011	-0.14
Si	-21.376	-5.913	-6.739	-0.026	-0.016	-0.013
Si	-18.613	0.781	-2.873	-0.051	-0.038	0.093
Si	-19.625	3.507	-3.038	-0.132	-0.038	0.111
Si	-16.853	-7.442	-5.15	-0.099	0.077	0.051
Si	-18.988	7.508	-0.288	-0.074	-0.353	0.559
Si	-15.738	0.123	-3.068	-0.007	0.046	0.096
Si	-14.681	2.831	-3.554	-0.007	-0.01	0.07
Si	-20.886	5.031	-7.212	-0.069	-0.025	0.032
Si	-17.582	-5.103	-3.252	0.038	-0.056	-0.042
Si	-10.812	0.4	-2.154	-0.434	-0.045	0.606
Si	-11.722	3.272	-2.716	-0.01	0.043	0.159
Si	-12.217	-7.761	-2.838	0.058	0.099	0.082
Si	-12.296	-4.605	-3.07	-0.039	0.018	0.25
Si	-7.688	-0.124	-2.076	0.271	0.027	0.585
Si	-6.933	2.409	-3.926	-0.024	-0.082	0.147
Si	-3.195	5.476	-5.055	0.111	-0.045	-0.018
Si	-7.207	-3.118	-2.868	-0.145	0.156	0.239
Si	-14.377	0.109	-0.36	0.692	0.068	0.23
Si	-16.002	4.499	-1.415	-0.074	0.063	0.093
Si	-15.019	-8.56	-3.057	0.025	-0.139	0.182
Si	-16.283	-6.747	-1.056	-0.152	-0.063	0.052
Si	-12.006	0.056	-0.084	-0.064	-0.064	-0.094
Si	-11.193	3.861	0.136	-0.224	-0.069	0.697
Si	-11.149	-7.715	0.13	-0.241	0.04	0.765
Si	-11.367	-3.913	-0.117	-0.196	0.095	0.735
Si	-6.95	0.028	0.11	0.028	0.063	-0.047
Si	-8.038	3.98	0.189	0.154	-0.134	0.723
Si	-8.02	-7.63	0.227	0.137	0.013	0.769
Si	-8.182	-3.774	0.015	0.125	0.053	0.776
Si	-4.564	0.149	-0.148	-0.309	0.307	0.506
Si	-3.508	3.866	-0.127	-0.2	-0.032	0.761
Si	-5.977	-7.894	-2.239	-0.047	-0.039	0.069
Si	-5.229	-5.25	-3.773	-0.156	-0.095	0.165
Si	-15.28	2.347	1.588	-0.042	0.289	0.49
Si	-15.31	4.823	1.447	-0.061	-0.118	0.661
Si	-15.429	-5.293	1.522	-0.016	-0.076	0.759
Si	-15.332	-2.201	1.522	-0.018	0.16	0.706
Si	-11.537	1.883	1.354	-0.004	0.079	-0.047
Si	-11.497	5.764	1.441	0.011	0.017	-0.06
Si	-11.581	-5.752	1.345	0.058	-0.01	-0.091
Si	-11.611	-1.916	1.189	0.022	-0.04	-0.045
Si	-7.576	1.958	1.313	-0.042	0.037	-0.023
Si	-7.748	5.837	1.547	-0.004	0.015	0.007
Si	-7.757	-5.645	1.404	-0.051	-0.024	-0.041
Si	-7.666	-1.872	1.328	-0.043	-0.063	0.008
Si	-3.779	1.925	1.244	0.025	0.026	-0.076
Si	-3.829	5.76	1.25	0.018	0.017	-0.061
Si	-3.903	-5.379	1.492	0.041	-0.147	0.77
Si	-3.854	-2.297	1.459	0.003	0.241	0.742
Si	-17.321	1.885	2.661	0.006	0.016	0.037
Si	-17.266	5.658	2.588	0.043	0.059	-0.014
Si	-17.365	-5.694	2.772	-0.023	-0.02	-0.012
Si	-17.33	-1.951	2.731	-0.026	-0.039	-0.036
Si	-13.36	1.955	2.845	0.005	-0.043	0.054
Si	-13.471	5.68	2.695	-0.035	0.024	-0.006
Si	-13.471	-5.746	2.732	-0.023	-0.01	-0.002
Si	-13.379	-1.964	2.767	-0.028	0.005	0
Si	-9.558	1.877	2.661	0.006	0.008	0.022
Si	-9.648	5.787	2.886	-0.016	0.004	0.037
Si	-9.677	-5.716	2.755	-0.018	0.024	0.048
Si	-9.662	-1.847	2.611	-0.036	-0.031	-0.005
Si	-5.672	2.022	2.693	0.016	-0.054	-0.025
Si	-5.713	5.796	2.699	-0.028	0.038	0.016
Si	-5.836	-5.674	2.77	0.031	-0.004	0
Si	-5.793	-1.98	2.76	-0.005	0.01	-0.028
Si	-17.325	-0.013	4.046	0.04	-0.003	-0.03
Si	-17.343	3.81	4.052	0.018	-0.009	-0.031
Si	-17.285	-7.742	3.955	-0.014	0.004	-0.01
Si	-17.34	-3.817	4.167	0.025	0.002	0.044
Si	-13.433	-0.024	4.096	-0.022	-0.008	-0.025
Si	-13.371	3.862	4.179	-0.035	-0.009	-0.005
Si	-13.516	-7.726	4.01	0	0.019	-0.017
Si	-13.404	-3.863	4.141	-0.045	-0.002	-0.009
Si	-9.618	0.003	4.066	0.003	-0.008	0.014
Si	-9.596	3.788	4.093	-0.007	0.037	-0.022
Si	-9.646	-7.635	4.14	-0.008	0.003	0.008
Si	-9.644	-3.766	4.049	0.019	-0.012	-0.037
Si	-5.732	0.031	4.016	0.022	0.002	-0.028
Si	-5.71	3.891	4.094	0.014	0.038	-0.012
Si	-5.745	-7.657	4.049	0.003	-0.019	-0.003
Si	-5.804	-3.824	4.194	0.027	0.008	0.007
Si	-15.39	-0.015	5.408	0.016	0.001	0.05
Si	-15.385	3.832	5.4	-0.005	0.008	0.049
Si	-15.411	-7.699	5.388	0.007	-0.008	0.034
Si	-15.37	-3.839	5.451	-0.011	-0.008	0.013
Si	-11.525	0	5.458	0.001	0.014	0.004
Si	-11.476	3.832	5.514	0.025	-0.003	0.037
Si	-11.599	-7.689	5.427	-0.009	0.005	0.001
Si	-11.508	-3.829	5.487	0.017	-0.007	0.018
Si	-7.662	0.005	5.395	-0.012	-0.011	0.009
Si	-7.659	3.844	5.422	-0.011	-0.013	0.053
Si	-7.675	-7.676	5.429	0.001	0.004	-0.002
Si	-7.75	-3.815	5.468	-0.02	0.009	0.022
Si	-19.26	0.027	5.385	-0.023	-0.026	0.004
Si	-19.227	3.862	5.438	-0.003	-0.026	0.047
Si	-19.216	-7.696	5.352	0.013	0.022	-0.018
Si	-19.264	-3.814	5.497	0.011	-0.003	0.01
Si	-15.387	1.899	12.224	-0.009	0.003	-0.013
Si	-15.412	5.792	12.255	0.004	-0.007	-0.011
Si	-15.394	-5.786	12.267	-0.003	0.01	-0.021
Si	-15.407	-1.949	12.266	-0.005	-0.01	-0.026
Si	-11.542	1.924	12.237	0	0.031	-0.013
Si	-11.542	5.758	12.213	-0.013	-0.014	-0.023
Si	-11.531	-5.804	12.238	0.027	0.012	-0.012
Si	-11.552	-1.936	12.231	0.002	-0.002	-0.017
Si	-7.697	1.936	12.188	-0.019	0.002	-0.028
Si	-7.696	5.755	12.198	0.003	-0.017	-0.011
Si	-7.711	-5.805	12.184	0.014	0.043	-0.025
Si	-7.706	-1.917	12.18	-0.001	-0.015	-0.022
Si	-19.183	1.947	12.188	0.009	0.002	-0.023
Si	-19.202	5.802	12.193	-0.003	0.008	-0.041
Si	-19.213	-5.793	12.205	0.008	0.004	-0.029
Si	-19.218	-1.892	12.199	0.015	-0.012	-0.019
Si	-17.288	1.879	13.603	0.015	0.003	0.044
Si	-17.336	5.823	13.64	0.01	0.003	0.03
Si	-17.327	-5.798	13.635	-0.014	-0.009	0.034
Si	-17.34	-1.958	13.629	-0.016	-0.003	-0.01
Si	-13.476	1.902	13.593	0.016	-0.014	0.004
Si	-13.463	5.757	13.576	0.005	-0.004	-0.004
Si	-13.447	-5.815	13.607	-0.047	0.029	0.032
Si	-13.469	-1.958	13.613	-0.016	0.016	0.016
Si	-9.604	1.908	13.577	0.028	-0.027	0.024
Si	-9.617	5.773	13.566	-0.001	-0.003	0.054
Si	-9.596	-5.846	13.595	-0.004	-0.024	0.026
Si	-9.613	-1.917	13.561	0.01	0.019	0.007
Si	-5.73	1.986	13.459	-0.003	0.032	-0.016
Si	-5.736	5.753	13.494	0.007	0.004	-0.002
Si	-5.775	-5.816	13.487	-0.003	-0.021	0.006
Si	-5.771	-1.886	13.493	0.007	-0.006	-0.011
Si	-17.282	-0.051	15.003	0.011	0.033	-0.008
Si	-17.301	3.839	14.902	-0.034	-0.005	-0.056
Si	-17.313	-7.663	15.097	-0.003	0.006	0.044
Si	-17.427	-3.885	15.007	-0.008	0.015	-0.034
Si	-13.445	-0.025	14.966	-0.006	-0.004	-0.019
Si	-13.521	3.839	14.925	-0.012	0.014	-0.011
Si	-13.403	-7.743	14.976	0.045	-0.009	0
Si	-13.494	-3.897	14.967	0.003	-0.017	-0.018
Si	-9.628	-0.011	14.964	-0.022	0.047	-0.034
Si	-9.583	3.849	14.895	0.005	0.006	-0.014
Si	-9.602	-7.757	15.028	-0.004	0.032	-0.038
Si	-9.597	-3.872	14.85	-0.004	-0.005	-0.041
Si	-5.775	0.092	14.774	-0.005	-0.041	-0.023
Si	-5.662	3.861	14.864	0	-0.003	-0.014
Si	-5.82	-7.741	14.841	0.008	0.041	-0.012
Si	-5.764	-3.859	14.744	-0.017	0.023	-0.016
Si	-15.325	-0.055	16.376	-0.029	-0.012	0.01
Si	-15.452	3.878	16.316	0.005	0.015	0.035
Si	-15.261	-7.759	16.392	-0.052	0.023	0.044
Si	-15.473	-3.935	16.298	0.019	0.008	0.06
Si	-11.545	-0.046	16.372	0.039	-0.04	0.018
Si	-11.56	3.793	16.178	-0.001	-0.027	0.002
Si	-11.515	-7.769	16.426	-0.012	-0.005	0.037
Si	-11.48	-3.905	16.215	0.011	0.032	0.054
Si	-7.63	0.071	16.193	0.013	-0.063	-0.01
Si	-7.584	3.904	16.168	0.011	-0.017	0.002
Si	-7.635	-7.796	16.351	-0.001	0.033	0.028
Si	-7.635	-3.867	16.112	0.024	-0.016	0.028
Si	-19.31	0.028	16.206	0.019	-0.029	0.025
Si	-19.127	3.82	16.342	0.038	-0.037	0.03
Si	-19.379	-7.634	16.342	0.002	0.031	0.055
Si	-19.438	-3.866	16.297	0.027	-0.03	0.091
Si	-15.434	1.949	17.649	-0.002	-0.07	0.028
Si	-15.296	5.717	17.84	0.039	-0.091	-0.029
Si	-15.213	-5.805	17.71	0.044	0.008	-0.031
Si	-15.174	-2.067	17.666	0.478	0.076	-0.413
Si	-11.576	1.944	17.636	-0.036	-0.027	0.038
Si	-11.497	5.581	17.681	0.021	0.053	0.085
Si	-11.377	-5.752	17.671	0.017	-0.056	0.093
Si	-11.411	-2.048	17.645	-0.488	0.092	-0.265
Si	-7.636	2.027	17.528	0.007	-0.043	0.027
Si	-7.51	5.649	17.775	0.037	0.056	0.073
Si	-7.203	-5.758	17.449	0.262	-0.047	-0.448
Si	-7.073	-1.925	17.288	0.016	0	0.002
Si	-19.221	1.828	17.712	0.033	0.029	0.032
Si	-19.071	5.819	17.623	-0.038	-0.062	-0.041
Si	-20.171	-5.73	17.59	-0.049	-0.025	-0.042
Si	-19.994	-1.861	17.413	-0.29	-0.105	-0.637
Si	-17.299	1.676	19.118	0.011	0.055	-0.771
Si	-17.242	6.446	18.998	0.092	0.042	-0.027
Si	-16.611	-6.648	19.404	0.08	-0.326	-0.724
Si	-16.612	-1.263	20.201	0.033	0.037	-0.155
Si	-13.529	2.462	18.895	0.163	0.318	-0.48
Si	-12.793	-9.183	21.894	0.023	-0.165	-0.226
Si	-13.274	-5.156	18.932	-0.017	0.315	-0.557
Si	-13.26	-2.687	18.953	0.017	-0.163	-0.152
Si	-9.594	2.525	18.743	0.015	-0.029	0.021
Si	-9.513	4.928	18.825	-0.032	-0.156	-0.7
Si	-9.665	-5.851	19.294	-0.254	0.2	-0.586
Si	-8.499	-1.748	19.065	0.375	-0.073	-0.444
Si	40.367	2.204	18.961	-0.038	-0.192	-0.715
Si	-20.61	5.318	19.289	0.433	0.146	-0.517
Si	-19.42	-5.41	19.776	-0.27	-0.057	-0.701
Si	-19.3	-2.339	20.389	0.139	-0.124	-0.088
Si	-9.484	-3.411	21.196	0.016	-0.126	-0.167
Si	-21.522	-8.781	23.995	-0.034	0.055	0.039
Si	-8.823	-4.553	24.023	-0.113	0.011	-0.103
Si	-13.364	4.919	19.016	-0.037	-0.201	-0.75
Si	-13.741	-1.931	21.121	-0.019	-0.139	-0.596
Si	-22.128	3.652	23.762	-0.145	-0.155	-0.051
Si	-9.235	0.973	20.415	-0.189	0.406	-0.458
Si	-14.029	-4.107	23.347	0.052	-0.001	-0.06
Si	-9.099	3.009	-8.317	0.04	-0.06	-0.14
Si	-14.309	-6.529	21.517	0.145	0.124	-0.295
Si	-16.981	3.4	21.691	0.063	-0.087	-0.095
Si	-14.311	2.199	21.795	-0.119	-0.052	-0.085
Si	-6.446	-3.648	-8.756	0.033	-0.019	-0.066
Si	-6.594	1.428	21.699	-0.018	-0.004	-0.237
Si	-18.304	-9.332	21.075	0.158	0.06	-0.617
Si	-21.689	-3.233	24.857	0.037	-0.015	-0.069
Si	-6.085	-0.907	-7.237	0.076	0.034	0.012
Si	-15.242	-8.354	-7.343	-0.141	-0.005	0.03
Si	-16.411	-3.642	25.094	-0.063	0.002	-0.03
Si	-8.214	-7.406	-7.587	0.16	-0.007	0.135
Si	-13.305	-6.128	-7.053	0.044	0.072	-0.111
Si	-19.067	-4.971	24.596	-0.031	-0.04	-0.057
Si	-8.727	-7.639	23.599	0.015	0.001	-0.049
Si	-3.476	-0.83	-5.61	-0.041	0.078	0.057
Si	-19.655	-6.993	22.265	0.147	-0.041	-0.045
Si	-9.896	-0.122	24.708	-0.041	-0.036	-0.061
Si	-15.82	4.251	-6.023	-0.066	-0.007	0.013
Si	-8.54	5.197	-6.483	0.049	-0.066	0.079
Si	-16.668	-2.505	-4.527	-0.018	0.12	0.117
Si	-12.475	3.732	23.658	-0.17	-0.016	-0.031
Si	-14.062	-3.712	-5.439	0.186	0.144	0.12
Si	-18.676	-0.065	24.918	0.082	0.057	-0.016
Si	-10.422	-5.353	-7.122	-0.031	0.125	0.189
Si	-5.712	-7.687	-8.727	0.033	0.043	0.082
Si	-9.729	2.993	24.686	0.008	-0.008	0.068
Si	-2.066	-0.153	-8.213	-0.042	-0.066	0.032
Si	-9.772	-3.575	-4.658	-0.077	0.092	0.049
Si	-11.146	-0.903	21.951	0.13	-0.001	-0.041
Si	-7.575	5.018	-2.573	0.051	0.014	0.08
Si	-15.628	2.32	-8.369	0.003	-0.041	-0.002
Si	-9.855	-8.497	21.01	-0.039	-0.027	-0.119
Si	-20.769	-1.155	22.818	0.071	0.038	-0.06
Si	-10.736	-0.565	-4.987	0.072	0.011	0.132
Si	-12.532	-1.436	-7.145	-0.081	-0.055	0.053
Si	-10.081	5.696	-3.751	-0.076	-0.085	0.107
Si	-8.272	0.911	-6.243	-0.103	0.028	-0.025
Si	-16.315	1.491	23.789	0.079	-0.017	-0.16
Si	-6.054	-5.877	-6.668	-0.05	-0.018	0.021
Si	0.03	-1.932	6.825	-0.004	0.012	-0.011
Si	0.028	1.901	6.789	0.001	0.01	-0.014
Si	0.019	5.754	6.778	-0.006	0	-0.015
Si	0.019	-5.791	6.797	0.008	0.007	0
Si	3.872	-1.922	6.863	-0.009	0.003	-0.016
Si	3.872	1.894	6.872	-0.015	-0.003	-0.011
Si	3.875	5.778	6.847	-0.006	0.003	-0.021
Si	3.853	-5.784	6.84	-0.013	-0.005	-0.014
Si	7.697	-1.899	6.843	0.024	-0.008	-0.008
Si	7.721	1.912	6.817	-0.003	0.008	-0.022
Si	7.703	-9.619	6.821	-0.004	-0.01	-0.013
Si	7.684	-5.772	6.839	0.012	-0.004	-0.011
Si	-3.841	-1.905	6.831	-0.008	-0.015	-0.004
Si	-3.825	1.912	6.803	0.002	0.012	-0.023
Si	-3.817	-9.599	6.793	0.011	-0.005	-0.023
Si	-3.819	-5.794	6.798	0.011	0.006	-0.015
Si	15.386	-1.941	6.867	0.005	0.012	-0.011
Si	15.385	1.908	6.824	0.001	0.016	-0.018
Si	15.375	5.75	6.817	-0.013	0.003	-0.018
Si	15.376	-5.826	6.836	0.004	0.011	-0.007
Si	19.228	-1.92	6.88	-0.008	0.002	-0.007
Si	19.219	1.91	6.874	-0.012	0.003	-0.01
Si	19.226	5.787	6.853	-0.004	0	-0.027
Si	19.205	-5.797	6.844	-0.025	-0.008	-0.02
Si	23.065	-1.882	6.837	0.02	-0.01	-0.002
Si	23.086	1.931	6.81	-0.005	0.004	-0.014
Si	23.069	-9.597	6.811	-0.002	-0.011	-0.009
Si	23.052	-5.76	6.832	0.015	-0.002	-0.009
Si	11.524	-1.916	6.875	-0.007	-0.012	-0.002
Si	11.544	1.909	6.84	-0.003	0.022	-0.024
Si	11.545	-9.608	6.836	0.009	-0.018	-0.024
Si	11.548	-5.821	6.838	0.024	0.014	-0.019
Si	30.786	-1.924	6.76	-0.002	0.012	-0.01
Si	30.783	1.907	6.748	0.001	0.017	-0.013
Si	30.774	-9.622	6.734	-0.009	-0.004	-0.016
Si	30.771	-5.783	6.747	0.012	0.001	0
Si	34.594	-1.916	6.776	-0.01	-0.008	-0.014
Si	34.619	1.9	6.805	-0.012	-0.006	-0.005
Si	34.612	-9.592	6.776	0.001	0.013	-0.018
Si	34.59	-5.764	6.769	-0.001	-0.002	-0.008
Si	-23.096	-1.87	6.782	0.023	-0.007	-0.001
Si	-23.07	1.932	6.757	-0.007	0.001	-0.015
Si	-23.085	-9.598	6.757	-0.015	-0.006	-0.006
Si	-23.102	-5.733	6.784	0.01	-0.013	0
Si	26.921	-1.907	6.804	-0.005	-0.021	-0.007
Si	26.929	1.915	6.791	0.002	0.011	-0.024
Si	26.933	-9.587	6.778	0.009	-0.005	-0.02
Si	26.935	-5.78	6.78	0.007	0.009	-0.021
Si	-15.382	-1.918	6.8	-0.006	0.01	-0.01
Si	-15.38	1.913	6.765	0	0.014	-0.011
Si	-15.39	-9.622	6.751	-0.002	-0.002	-0.013
Si	-15.389	-5.781	6.772	0.006	0.011	-0.001
Si	-11.534	-1.911	6.829	-0.004	0.004	-0.013
Si	-11.535	1.904	6.836	-0.014	-0.002	-0.008
Si	-11.53	-9.6	6.806	-0.002	0.007	-0.019
Si	-11.552	-5.777	6.803	-0.008	-0.007	-0.012
Si	-7.692	-1.893	6.806	0.021	-0.006	-0.005
Si	-7.666	1.917	6.778	-0.007	0.008	-0.019
Si	-7.681	-9.611	6.777	-0.007	-0.008	-0.007
Si	-7.702	-5.761	6.797	0.012	-0.004	-0.006
Si	-19.256	-1.874	6.8	-0.007	-0.019	-0.004
Si	-19.236	1.93	6.775	0.006	0.015	-0.024
Si	-19.23	-9.589	6.764	0.014	-0.008	-0.028
Si	-19.232	-5.784	6.767	0.01	0.007	-0.014
Si	1.939	-1.931	8.204	0.007	0	0.022
Si	1.925	1.906	8.195	-0.014	0.005	0.027
Si	1.927	5.759	8.175	-0.015	-0.019	0.018
Si	1.925	-5.778	8.186	-0.01	0.021	0.015
Si	5.786	-1.911	8.22	-0.01	-0.006	0.012
Si	5.802	1.905	8.199	-0.023	0.018	0.011
Si	5.788	-9.609	8.199	-0.005	-0.007	0.02
Si	5.769	-5.795	8.206	0.003	-0.008	0.012
Si	9.606	-1.926	8.225	0.006	-0.002	0.026
Si	9.628	1.916	8.201	0.003	-0.017	0.026
Si	9.622	-9.623	8.191	0.005	-0.003	0.025
Si	9.615	-5.788	8.191	-0.004	-0.006	0.009
Si	-1.9	-1.934	8.169	0.004	0.009	0.015
Si	-1.889	1.907	8.149	0.011	-0.003	0.025
Si	-1.886	-9.613	8.148	0.019	0	0.024
Si	-1.897	-5.774	8.159	0.011	-0.004	0.011
Si	17.3	-1.927	8.234	0.007	-0.001	0.021
Si	17.286	1.915	8.222	-0.012	0.003	0.028
Si	17.289	5.762	8.204	-0.018	-0.016	0.022
Si	17.288	-5.786	8.213	-0.009	0.024	0.014
Si	21.153	-1.897	8.218	-0.003	-0.004	0.007
Si	21.161	1.924	8.188	-0.009	0.018	0.009
Si	21.151	-9.593	8.188	-0.006	-0.005	0.02
Si	21.134	-5.789	8.197	0.011	-0.019	0.006
Si	25.003	-1.913	8.174	0.003	0	0.021
Si	25.013	1.929	8.162	0.004	-0.008	0.02
Si	25.01	-9.602	8.146	0	-0.006	0.02
Si	25.005	-5.764	8.149	-0.002	-0.003	0.01
Si	13.46	-1.936	8.217	0.001	0.009	0.015
Si	13.473	1.912	8.193	0.012	-0.001	0.024
Si	13.471	-9.617	8.193	0.023	0.005	0.025
Si	13.464	-5.791	8.205	0.01	-0.012	0.021
Si	32.686	-1.914	8.152	0.008	0.006	0.023
Si	32.683	1.921	8.149	-0.015	0.004	0.03
Si	32.682	-9.615	8.129	-0.011	-0.019	0.02
Si	32.676	-5.767	8.137	-0.011	0.023	0.014
Si	-25.025	-1.894	8.133	0	-0.01	0.009
Si	-24.995	1.923	8.13	-0.016	0.017	0.008
Si	-25.011	-9.585	8.119	-0.007	-0.006	0.015
Si	-25.03	-5.767	8.131	-0.002	-0.019	0.01
Si	-21.175	-1.897	8.154	0.006	-0.001	0.022
Si	-21.156	1.939	8.134	0.003	-0.013	0.024
Si	-21.158	-9.601	8.119	-0.001	-0.011	0.018
Si	-21.162	-5.753	8.126	-0.003	0.009	0.006
Si	28.865	-1.921	8.133	-0.001	0.011	0.02
Si	28.871	1.92	8.125	0.013	0.001	0.026
Si	28.87	-9.603	8.118	0.016	0.004	0.021
Si	28.862	-5.764	8.131	0.009	-0.008	0.014
Si	-13.467	-1.925	8.174	0.009	0	0.023
Si	-13.479	1.914	8.165	-0.009	0.004	0.027
Si	-13.475	-9.623	8.14	-0.013	-0.02	0.016
Si	-13.478	-5.775	8.155	-0.012	0.02	0.015
Si	-9.611	-1.907	8.171	-0.011	-0.008	0.008
Si	-9.594	1.91	8.148	-0.014	0.02	0.008
Si	-9.605	-9.604	8.141	-0.008	-0.009	0.02
Si	-9.624	-5.79	8.153	-0.003	-0.012	0.006
Si	-5.769	-1.924	8.171	0.006	-0.001	0.018
Si	-5.751	1.917	8.151	0	-0.012	0.022
Si	-5.752	-9.617	8.135	0.001	-0.012	0.019
Si	-5.762	-5.775	8.139	-0.003	0.009	0.005
Si	-17.315	-1.913	8.142	0.003	0.013	0.017
Si	-17.299	1.925	8.123	0.011	-0.004	0.027
Si	-17.3	-9.602	8.118	0.019	-0.003	0.025
Si	-17.31	-5.766	8.131	0.007	-0.01	0.011
Si	1.934	-0.013	9.563	-0.014	-0.003	-0.015
Si	1.923	3.839	9.548	0.003	-0.001	-0.014
Si	1.925	7.685	9.541	0.012	0.013	-0.025
Si	1.922	-3.86	9.561	-0.01	0.002	-0.023
Si	5.775	0.004	9.582	0.013	0.007	-0.022
Si	5.776	3.839	9.541	-0.004	-0.008	-0.02
Si	5.768	-7.704	9.571	0.013	-0.005	-0.01
Si	5.77	-3.857	9.554	0.015	0.003	-0.031
Si	9.623	0.003	9.569	-0.01	-0.008	-0.016
Si	9.631	3.843	9.563	-0.008	-0.01	-0.016
Si	9.613	-7.704	9.552	-0.016	0	-0.015
Si	9.622	-3.866	9.567	0.016	0.007	-0.015
Si	-1.881	-0.012	9.514	-0.002	0.002	-0.022
Si	-1.878	3.841	9.495	-0.015	0.005	-0.021
Si	-1.88	-7.694	9.509	-0.002	0.002	-0.027
Si	-1.897	-3.857	9.532	-0.002	-0.005	-0.012
Si	17.292	-0.005	9.591	-0.009	-0.003	-0.013
Si	17.283	3.844	9.582	0.009	-0.008	-0.011
Si	17.288	7.685	9.577	0.016	0.012	-0.02
Si	17.285	-3.861	9.584	-0.01	-0.003	-0.019
Si	21.14	0.023	9.57	0.002	0.006	-0.017
Si	21.14	3.859	9.527	-0.003	-0.002	-0.021
Si	21.14	-7.693	9.565	0.009	-0.005	-0.011
Si	21.139	-3.847	9.542	0	0.003	-0.028
Si	25.009	0.013	9.524	-0.011	-0.011	-0.012
Si	25.017	3.863	9.517	-0.004	-0.007	-0.012
Si	25.003	-7.685	9.507	-0.002	-0.001	-0.016
Si	25.008	-3.847	9.526	0.005	0.004	-0.011
Si	13.477	-0.008	9.56	0.001	0.002	-0.025
Si	13.483	3.842	9.547	-0.017	0.01	-0.023
Si	13.474	-7.704	9.561	-0.009	-0.006	-0.027
Si	13.463	-3.864	9.574	0.001	-0.004	-0.013
Si	32.687	0.003	9.519	-0.013	-0.002	-0.013
Si	32.679	3.854	9.507	-0.002	0.001	-0.016
Si	32.682	-7.691	9.498	0.012	0.009	-0.023
Si	32.679	-3.845	9.51	-0.006	-0.002	-0.02
Si	-25.021	0.019	9.505	0.006	0.012	-0.018
Si	-25.02	3.866	9.464	-0.008	-0.005	-0.029
Si	-25.018	-7.683	9.493	0.009	-0.008	-0.011
Si	-25.019	-3.831	9.48	0.014	0	-0.025
Si	-21.157	0.028	9.502	-0.011	-0.012	-0.011
Si	-21.148	3.868	9.494	-0.007	-0.013	-0.014
Si	-21.163	-7.681	9.477	-0.01	0.001	-0.018
Si	-21.153	-3.836	9.501	0.015	0.002	-0.008
Si	28.873	0.002	9.489	-0.004	0.004	-0.023
Si	28.877	3.857	9.475	-0.014	0.008	-0.021
Si	28.87	-7.687	9.483	0.001	-0.001	-0.026
Si	28.861	-3.843	9.504	0.005	-0.002	-0.013
Si	-13.473	-0.007	9.53	-0.01	-0.002	-0.01
Si	-13.48	3.848	9.517	0.005	0.004	-0.014
Si	-13.477	-7.702	9.508	0.014	0.011	-0.026
Si	-13.473	-3.859	9.529	-0.013	0.002	-0.016
Si	-9.62	0.007	9.526	0.012	0.01	-0.016
Si	-9.621	3.847	9.48	0.001	0	-0.024
Si	-9.618	-7.704	9.511	0.012	-0.004	-0.013
Si	-9.623	-3.855	9.498	0.016	0.008	-0.023
Si	-5.755	0.001	9.513	-0.013	-0.01	-0.007
Si	-5.746	3.848	9.504	-0.007	-0.007	-0.008
Si	-5.759	-7.697	9.492	-0.01	0.001	-0.014
Si	-5.755	-3.862	9.516	0.009	0.005	-0.008
Si	-17.294	0.009	9.491	0.001	0.004	-0.02
Si	-17.289	3.859	9.473	-0.013	0.006	-0.02
Si	-17.295	-7.687	9.483	0.001	0	-0.023
Si	-17.31	-3.844	9.501	-0.002	-0.001	-0.013
Si	0.012	-0.042	10.916	-0.002	0	0.02
Si	0.005	3.837	10.92	-0.005	-0.001	0.027
Si	0.012	7.708	10.911	-0.019	0.001	0.017
Si	0.006	-3.861	10.936	0.013	0.011	0.018
Si	3.845	0	10.939	-0.004	0.01	0.022
Si	3.85	3.835	10.904	0.017	0.001	0.014
Si	3.833	7.687	10.917	0.003	-0.01	0.017
Si	3.847	-3.858	10.922	-0.007	-0.002	0.005
Si	7.701	0.018	10.92	0.014	-0.005	0.009
Si	7.689	3.838	10.905	-0.007	0.004	0.009
Si	7.693	-7.719	10.907	0.014	0.001	0.01
Si	7.686	-3.86	10.918	-0.018	-0.019	0.008
Si	-3.81	-0.01	10.842	-0.015	-0.003	0.006
Si	-3.794	3.849	10.842	0.005	0	0.018
Si	-3.815	-7.693	10.827	0.003	-0.009	0.003
Si	-3.824	-3.865	10.879	-0.017	0	0.014
Si	15.37	-0.031	10.956	0.003	0.006	0.021
Si	15.366	3.84	10.967	-0.009	0.003	0.026
Si	15.369	7.701	10.951	-0.032	0.009	0.017
Si	15.37	-3.861	10.968	0.015	0.007	0.015
Si	19.218	0.015	10.942	-0.002	0.007	0.021
Si	19.227	3.848	10.913	0.017	0.001	0.013
Si	19.214	7.701	10.928	-0.001	-0.009	0.018
Si	19.223	-3.846	10.924	-0.007	0.002	0.003
Si	23.084	0.035	10.881	0.023	-0.007	0.004
Si	23.07	3.87	10.863	-0.009	-0.008	0.006
Si	23.084	-7.701	10.873	0.013	0.001	0.01
Si	23.071	-3.844	10.882	-0.005	-0.02	0.002
Si	11.559	-0.001	10.91	-0.019	0.005	0.006
Si	11.575	3.849	10.912	0.009	0.009	0.015
Si	11.549	-7.698	10.896	0.007	-0.011	-0.002
Si	11.545	-3.863	10.938	-0.023	0	0.017
Si	30.768	-0.019	10.883	0.002	0.007	0.018
Si	30.765	3.858	10.89	0.007	0.002	0.026
Si	30.766	-7.685	10.874	-0.021	0.006	0.017
Si	30.769	-3.851	10.895	0.014	0.01	0.014
Si	34.61	0.022	10.877	-0.01	0.007	0.021
Si	34.618	3.853	10.848	0.012	0	0.014
Si	34.608	-7.687	10.853	-0.001	-0.006	0.017
Si	34.614	-3.837	10.859	-0.016	0	0.004
Si	-23.089	0.042	10.841	0.024	-0.013	0.006
Si	-23.101	3.877	10.823	-0.008	-0.007	0.005
Si	-23.087	-7.694	10.83	0.012	-0.003	0.011
Si	-23.097	-3.834	10.842	-0.012	-0.015	0.004
Si	26.956	0.015	10.846	-0.017	-0.001	0.004
Si	26.972	3.869	10.849	0.006	0.004	0.017
Si	26.948	-7.686	10.832	-0.007	-0.014	0.001
Si	26.943	-3.845	10.878	-0.024	0.001	0.015
Si	-15.398	-0.027	10.884	0.001	0.003	0.018
Si	-15.401	3.853	10.889	0.002	0.001	0.024
Si	-15.398	-7.69	10.876	-0.017	0.002	0.019
Si	-15.398	-3.863	10.892	0.011	0.011	0.012
Si	-11.548	-0.001	10.883	-0.006	0.006	0.02
Si	-11.538	3.836	10.855	0.011	-0.001	0.015
Si	-11.549	-7.709	10.858	-0.008	-0.011	0.017
Si	-11.535	-3.868	10.88	-0.006	-0.001	0.005
Si	-7.687	0.01	10.85	0.017	-0.002	0.004
Si	-7.702	3.849	10.828	-0.011	-0.009	0.01
Si	-7.687	-7.717	10.839	0.011	0.003	0.015
Si	-7.702	-3.862	10.852	-0.02	-0.021	-0.001
Si	-19.214	0.023	10.837	-0.017	-0.004	0.007
Si	-19.197	3.872	10.837	0.007	0.002	0.019
Si	-19.222	-7.683	10.818	-0.001	-0.015	0.001
Si	-19.225	-3.842	10.869	-0.025	0.001	0.015
O	-1.753	0.21	-2.344	0.072	-0.019	0.242
O	11.071	0.396	-1.719	0.027	0.154	-0.519
O	10.938	3.699	-1.458	-0.322	0.328	-0.104
O	-1.99	4.036	-0.745	0.261	-0.398	0.123
O	10.844	5.262	-6.007	-0.191	0.034	-0.019
O	1.564	-7.663	-6.971	0.315	-0.371	0.354
O	11.661	-5.147	-3.28	-0.058	-0.114	0.169
O	10.898	-8.162	-1.634	0.081	0.051	-0.507
O	0.832	-0.044	-1.937	0.549	-0.284	-0.184
O	0.167	3.215	-2.017	0.136	-0.365	0.285
O	2.343	2.703	-3.387	-0.214	-0.202	-0.183
O	-0.208	-8.198	-4.464	0.597	-0.134	-0.461
O	-1.617	-5.531	-1.811	-0.183	0.445	0.065
O	6.097	-0.222	-1.97	0.002	-0.543	0.035
O	5.796	3.829	-0.264	0.09	-0.318	-0.385
O	3.36	3.899	-1.248	-0.647	0.36	-0.217
O	3.389	-7.846	-1.217	-0.199	-0.243	0.2
O	5.823	-7.654	-0.304	0.006	-0.135	-0.186
O	3.157	-4.134	-1.481	-0.325	-0.224	0.123
O	5.648	-3.847	-0.462	0.156	-0.203	-0.272
O	8.213	4.332	-1.155	0.556	-0.089	-0.101
O	-5.381	2.832	-3.82	-0.051	-0.338	-0.568
O	8.36	-7.634	-1.076	-0.024	0.061	-0.199
O	8.057	-3.754	-1.369	0.571	-0.418	-0.128
O	9.493	-3.85	-3.472	0.207	0.325	-0.153
O	0.344	1.468	0.215	-0.153	0.198	-0.473
O	0.221	-1.175	0.297	-0.121	0.021	-0.44
O	0.287	5.14	-0.109	0.634	0.115	0.07
O	0.216	-7.345	-2.014	0.335	0.045	0.117
O	0.044	-3.763	0.985	-0.03	0.044	-0.209
O	-0.094	-6.277	0.244	0.297	-0.298	-0.028
O	11.517	-1.326	0.203	0.405	-0.195	-0.508
O	11.535	-3.866	0.937	0.083	-0.099	-0.623
O	11.411	-6.407	0.23	-0.193	0.159	-0.385
O	7.174	-5.638	18.913	0.356	0.336	0.262
O	-2.507	-5.824	20.015	0.19	0.42	0.136
O	-4.332	-1.663	19.014	0.074	0.493	0.165
O	-2.15	-2.527	20.164	0.252	-0.48	0.319
O	-3.635	0.027	-4.252	-0.276	0.202	-0.116
O	-2.987	2.32	-3.114	0.75	0.205	-0.071
O	11.878	4.729	-3.681	-0.1	0.187	0.5
O	-2.026	-7.86	-0.673	0.332	-0.443	0.226
O	10.397	-6.728	-7.723	0.571	0.11	-0.08
O	10.156	-5.442	-5.43	0.209	0.174	-0.205
O	2.957	-7.839	25.278	-0.25	0.085	-0.56
O	-0.411	-1.199	-4.007	0.009	0.117	-0.383
O	0.077	1.415	-3.928	0.004	-0.075	-0.549
O	0.379	4.005	-4.53	0.251	0.39	0.036
O	7.95	-0.503	-6.533	-0.276	-0.384	0.084
O	-6.263	5.032	23.398	0.014	0.013	-0.579
O	-1.63	-5.993	-4.501	0.428	0.123	-0.127
O	4.042	-0.337	-3.504	-0.471	-0.128	0.116
O	5.239	-2.111	-5.079	0.097	-0.024	-0.553
O	4.672	1.972	-2.44	0.314	0.142	-0.262
O	4.394	4.35	-3.642	-0.24	-0.145	-0.503
O	4.434	-8.353	-3.629	0.195	0.326	-0.487
O	4.499	-4.254	-3.688	0.222	-0.072	0.145
O	1.339	-5.221	-6.014	-0.463	-0.275	0.073
O	8.157	1.159	-2.91	-0.25	0.245	-0.129
O	8.265	-1.521	-2.786	0.311	-0.017	-0.304
O	8.09	1.879	-5.407	0.436	0.299	-0.107
O	8.138	-6.91	-6.41	-0.17	-0.279	0.687
O	4.556	-4.412	-8.318	0.328	-0.373	-0.04
O	6.981	-3.594	-3.826	-0.043	-0.092	-0.207
O	-1.743	0.014	19.584	-0.061	-0.139	-0.01
O	-4.793	5.428	20.458	-0.322	-0.245	0.36
O	1.722	-3.3	22.036	0.025	-0.138	-0.302
O	-0.297	-6.96	20.821	-0.408	-0.305	0.383
O	0.071	-1.419	20.961	-0.103	0.081	0.408
O	5.235	-4.545	24.716	0.082	-0.135	0.266
O	0.138	1.061	22.719	0.479	-0.446	0.212
O	1.914	5.332	20.618	-0.303	-0.282	0.38
O	9.056	-2.176	-8.24	-0.325	0.237	0.04
O	6.439	-3.649	22.557	0.649	0.12	0.168
O	4.629	-0.817	23.545	-0.317	-0.369	0.314
O	6.351	-0.217	19.387	0.417	0.301	-0.505
O	7.047	1.089	21.562	0.057	0.136	0.435
O	5.408	-7.335	19.968	0.027	-0.113	0.232
O	5.195	-4.761	20.496	-0.618	0.02	0.136
O	3.495	-0.427	-6.049	-0.315	0.556	0.15
O	6.749	-2.715	20.128	0.526	-0.057	-0.004
O	9.428	1.298	20.361	0.603	-0.227	0.243
O	4.523	-2.301	21.389	-0.035	-0.229	-0.379
O	-4.355	-3.989	20.235	-0.38	0.121	0.234
O	-4.922	-6.474	20.842	-0.678	-0.244	-0.144
O	0.12	-3.367	24.024	0.019	0.32	-0.095
O	-4.21	-1.754	21.607	0.04	0.161	0.272
O	9.838	0.297	-8.141	0.117	0.537	0.287
O	2.44	5.165	23.21	0.169	0.182	0.28
O	1.79	-0.58	-7.999	-0.483	0.092	-0.015
O	-0.245	2.228	25.036	-0.343	0.133	0.188
O	2.062	-5.844	20.462	0.128	0.152	0.231
O	2.613	-4.293	24.348	0.097	-0.082	0.046
O	0.258	5.475	-6.748	0.452	0.036	-0.27
O	4.115	-9.008	21.553	0.107	0.13	0.285
O	4.58	0.405	21.199	-0.491	0.478	-0.105
O	8.841	2.612	22.582	0.082	0.214	-0.516
O	7.006	3.675	24.268	-0.087	0.404	0.139
O	6.759	-6.14	23.248	0.007	0.032	-0.329
O	-5.872	3.219	25.248	0.147	0.37	0.17
O	10.442	-1.337	-6.13	-0.4	-0.31	0.535
O	6.667	-8.904	-7.493	-0.687	-0.113	-0.313
O	6.72	1.577	-7.628	0.037	-0.316	-0.282
O	-3.877	-5.901	23.179	0.092	0.307	0.004
O	-4.274	-0.519	23.866	0.012	-0.209	-0.267
O	0.874	-5.612	22.825	-0.213	-0.186	0.404
O	12.821	-2.191	-5.25	-0.096	-0.454	-0.093
O	1.438	1.672	20.349	0.332	-0.309	0.3
O	-1.248	1.193	-8.54	-0.242	0.022	-0.326
O	-7.611	-3.943	24.88	-0.117	-0.147	0.342
O	5.964	-6.431	-7.823	-0.342	-0.064	-0.717
O	1.872	-5.58	-8.546	-0.022	-0.146	-0.299
O	7.791	-8.293	24.352	-0.13	0.079	0.652
O	5.211	-8.115	24.025	-0.528	-0.381	-0.282
O	9.136	-0.037	22.589	-0.524	-0.125	0.05
O	6.39	5.697	-2.534	-0.201	0.443	0.338
O	8.355	4.763	-6.481	0.25	-0.366	0.243
O	6.165	5.67	-5.106	0.469	0.348	-0.187
O	-0.146	-3.212	-5.529	-0.18	-0.261	-0.501
O	-6.062	-2.392	23.352	-0.363	-0.257	-0.292
O	-0.123	3.405	21.63	0.109	0.355	0.145
O	-2.197	2.489	20.34	-0.495	0.15	0.016
O	5.895	3.996	-7.083	-0.388	-0.003	0.308
O	1.787	-7.914	22.12	-0.228	-0.151	0.141
O	6.671	-8.477	21.929	0.261	-0.434	-0.048
O	-5.667	-7.817	22.986	-0.441	-0.08	0.121
O	1.26	1.918	-8.635	0.335	0.342	0.026
O	-2.065	2.397	23.048	-0.556	0.201	0.025
O	7.699	3.741	-3.613	-0.47	0.101	-0.473
O	5.73	-4.557	-5.955	0.661	-0.226	0.184
O	-1.611	-3.554	-3.403	0.257	0.136	0.656
O	2.281	2.634	22.553	0.352	-0.509	-0.021
O	-2.463	-3.996	24.329	-0.038	0.458	-0.636
O	-1.112	-1.463	-8.321	0.256	-0.34	0.56
O	-2.813	-8.347	-4.851	-0.333	0.155	0.276
O	3.988	-1.896	-8.182	0.502	0.453	-0.19
O	-1.957	4.644	-5.669	-0.325	-0.24	-0.099
O	12.681	-0.092	-6.746	0.466	0.5	-0.042
O	6.889	-0.906	24.937	-0.037	-0.507	-0.356
O	18.485	-6.039	-3.217	-0.092	-0.07	-0.133
O	-1.088	-7.54	-6.709	-0.307	0.334	-0.312
O	-0.004	-8.423	-8.913	0.514	-0.014	-0.102
O	4.443	3.557	23.712	0.269	0.16	-0.241
O	-2.558	4.629	21.801	0.115	-0.074	0.828
O	8.79	-4.649	-7.575	-0.525	0.181	0.139
O	5.779	1.399	24.389	0.458	0.096	-0.264
O	2.462	-0.838	21.921	-0.178	0.706	0.226
O	9.774	-9.24	-8.253	0.117	-0.19	-0.184
O	13.61	0.097	-2.304	0.005	0.029	0.622
O	26.45	0.516	-1.704	-0.073	-0.042	-0.413
O	26.278	3.796	-1.466	-0.756	0.242	-0.032
O	26.438	5.421	-6.012	0.065	0.047	-0.23
O	16.98	-7.677	-6.924	0.657	-0.353	-0.036
O	27.047	-5.159	-3.055	-0.069	-0.096	0.525
O	24.868	-6.628	-3.148	-0.152	0.036	-0.127
O	16.19	-0.124	-1.826	0.434	-0.236	-0.334
O	17.687	2.811	-3.434	0.118	-0.248	-0.49
O	14.952	-8.527	-4.21	0.215	-0.331	-0.189
O	13.672	-5.477	-1.695	-0.415	0.409	0.073
O	19.341	-0.003	-1.228	0.174	-0.124	-0.111
O	21.647	-0.09	-2.421	-0.02	-0.013	-0.038
O	21.163	3.782	-0.268	-0.122	0.027	-0.35
O	18.746	3.861	-1.276	-0.599	0.165	-0.094
O	18.794	-7.766	-1.275	-0.016	-0.191	-0.13
O	21.216	-7.624	-0.331	0.052	0.112	-0.532
O	20.98	-3.795	-0.424	-0.085	0.06	-0.649
O	23.585	4.307	-1.129	0.554	-0.063	-0.025
O	10.048	2.777	-3.819	0.227	0.166	-0.46
O	23.803	-7.676	-1.019	0.096	0.062	0.217
O	23.351	-3.701	-1.415	0.38	-0.213	-0.104
O	24.884	-3.893	-3.443	0.303	0.282	-0.289
O	15.568	1.413	0.272	-0.593	0.202	-0.297
O	15.457	-1.227	0.379	-0.607	-0.137	-0.453
O	25.907	3.774	-7.992	0.051	-0.462	0.331
O	15.603	-7.137	-2.086	0.435	0.46	-0.243
O	15.384	-3.806	1.028	0.108	0.004	-0.589
O	15.264	-6.329	0.293	0.153	-0.482	-0.203
O	26.82	-1.291	0.15	0.245	-0.232	-0.34
O	26.36	-8.175	-1.6	0.274	-0.061	-0.424
O	26.856	-3.828	0.898	-0.267	0.029	-0.213
O	26.629	-6.357	0.211	-0.058	0.159	-0.583
O	20.817	-2.144	18.449	0.094	-0.486	-0.004
O	8.741	-9.297	19.007	-0.275	0.263	0.214
O	22.672	-5.566	18.876	0.277	-0.12	0.472
O	12.932	-5.705	19.938	0.201	0.299	-0.183
O	13.043	-2.319	20.13	0.143	-0.367	-0.044
O	11.748	-0.024	-4.244	-0.211	-0.041	-0.006
O	12.431	2.236	-3.076	0.637	0.121	-0.526
O	27.333	4.87	-3.618	0.121	0.513	0.204
O	13.381	-7.884	-0.739	0.524	-0.297	0.118
O	25.878	-6.668	-7.69	0.546	0.259	0.147
O	25.675	-5.481	-5.34	0.414	0.038	-0.138
O	23.646	-6.929	-6.341	-0.011	-0.227	0.847
O	15.007	-1.236	-3.971	0.409	-0.004	-0.178
O	15.463	1.382	-3.79	0.181	-0.032	-0.464
O	15.55	3.928	-4.463	0.097	0.441	0.088
O	23.457	-0.484	-6.515	-0.201	-0.394	0.42
O	9.114	5.032	23.44	0.067	-0.067	-0.344
O	13.793	-6.147	-4.331	0.078	0.145	-0.273
O	19.484	-0.212	-3.803	-0.616	-0.355	-0.267
O	20.692	-2.005	-5.345	-0.098	-0.047	-0.507
O	20.115	2.089	-2.671	0.493	0.176	0.017
O	19.718	4.508	-3.663	0.184	0.074	-0.212
O	19.931	-3.87	-3.618	0.205	0.138	0.08
O	16.8	-5.182	-6.036	-0.491	-0.224	0.241
O	23.842	1.204	-2.957	-0.036	0.092	0.158
O	23.864	-1.479	-2.77	0.584	-0.004	0.109
O	23.573	1.931	-5.451	0.11	0.228	-0.348
O	9.453	-6.591	-3.196	-0.455	-0.01	-0.223
O	20.03	-4.427	-8.284	0.266	-0.188	-0.3
O	22.429	-3.363	-3.925	0.306	-0.069	-0.323
O	13.746	0.154	19.747	-0.363	0.099	0.004
O	13.126	4.78	21.951	-0.258	0.179	0.158
O	17.231	-3.262	22.112	0.631	-0.348	-0.181
O	15.118	-6.843	20.837	-0.29	-0.35	0.274
O	15.434	-1.503	21.031	-0.102	0.118	0.354
O	24.229	-4.623	-7.432	-0.565	0.114	0.358
O	15.681	1.092	22.749	-0.029	-0.646	-0.088
O	17.408	5.341	20.599	-0.264	-0.189	0.257
O	24.587	-2.188	-8.196	0.031	0.188	-0.305
O	21.816	-3.62	22.71	0.192	0.361	0.33
O	20.097	-0.719	23.509	-0.125	-0.35	-0.013
O	22.108	-0.142	19.566	0.273	0.315	-0.434
O	22.422	1.415	21.628	-0.05	0.13	0.643
O	20.931	-7.255	19.949	-0.264	-0.135	-0.32
O	20.787	-4.656	20.488	-0.336	0.039	0.153
O	18.894	-0.311	-6.272	-0.168	0.66	-0.238
O	22.479	-2.62	20.4	0.524	0.048	0.091
O	24.803	1.315	20.363	0.487	-0.496	0.22
O	20.055	-2.245	21.367	-0.568	0.04	-0.093
O	9.728	3.753	19.507	-0.169	-0.015	0.325
O	10.989	-3.961	20.233	-0.342	-0.04	0.355
O	10.606	-6.504	20.879	-0.544	-0.085	0.138
O	15.539	-3.393	24.008	-0.006	0.363	0.246
O	10.735	-1.54	21.157	0.01	0.222	0.233
O	25.288	0.308	-8.147	-0.536	0.503	0.366
O	17.967	5.215	23.173	-0.264	0.339	0.516
O	17.183	-0.654	-8.194	-0.283	0.033	-0.111
O	15.279	2.268	25.059	-0.095	0.36	0.08
O	17.505	-5.818	20.454	0.485	-0.007	0.436
O	15.71	5.438	-6.679	0.706	-0.217	0.068
O	19.56	-8.872	21.503	-0.115	0.026	0.022
O	20.055	0.421	21.119	-0.242	0.42	-0.288
O	24.401	2.727	22.548	0.425	0.071	0.021
O	22.527	3.711	24.27	-0.049	0.472	0.456
O	22.239	-6.12	23.265	0.028	0.033	-0.164
O	9.432	3.037	25.083	0.058	0.306	0.29
O	25.957	-1.289	-6.101	-0.172	-0.438	0.13
O	22.193	-8.907	-7.468	-0.046	-0.086	-0.577
O	22.367	1.613	-7.762	-0.01	0.017	-0.358
O	12.41	-8.062	22.051	0.477	0.235	0.283
O	11.45	-0.689	23.554	0.178	-0.143	0.012
O	16.379	-5.601	22.846	-0.179	-0.02	0.278
O	28.358	-1.908	-5.044	-0.061	-0.415	0.043
O	16.952	1.687	20.359	0.104	-0.369	0.371
O	14.159	1.048	-8.502	-0.065	0.048	-0.144
O	7.88	-4.175	24.63	-0.053	-0.137	0.497
O	21.442	-6.432	-7.707	-0.181	-0.043	-0.281
O	17.34	-5.653	-8.551	0.219	-0.413	-0.34
O	23.235	-8.284	24.367	-0.073	0.118	0.588
O	20.66	-8.062	24.04	-0.178	0.026	-0.539
O	21.29	0.576	-5.561	-0.383	0.132	-0.021
O	24.381	0.078	22.666	-0.111	-0.199	0.196
O	21.805	5.689	-2.523	-0.107	0.28	0.459
O	21.644	5.682	-5.091	0.444	0.179	-0.247
O	15.268	-3.193	-5.568	-0.075	-0.104	-0.535
O	9.547	-2.534	23.309	0.257	-0.257	-0.448
O	13.278	2.68	20.372	-0.561	0.141	-0.025
O	17.671	-2.675	-6.415	0.429	0.047	0.222
O	-5.965	-6.562	-3.156	-0.373	0.016	-0.288
O	21.483	3.974	-7.043	-0.438	0.233	0.455
O	17.183	-7.911	22.083	-0.289	-0.151	0.715
O	9.962	-7.905	23.016	-0.175	-0.097	-0.102
O	15.191	2.839	-6.79	-0.018	-0.215	0.545
O	13.675	0.267	24.488	0.156	-0.04	-0.04
O	23.132	3.736	-3.606	-0.295	0.115	-0.214
O	19.109	-6.19	-6.605	0.216	-0.3	0.574
O	13.873	-3.631	-3.412	0.261	0.135	0.573
O	21.091	-4.558	-5.865	0.638	-0.234	0.223
O	17.84	2.659	22.556	0.48	-0.148	-0.103
O	17.718	3.315	25.065	0.269	0.186	0.206
O	12.973	-4.009	24.391	-0.077	0.489	-0.396
O	16.603	1.809	-8.858	0.449	0.483	-0.004
O	10.449	-4.24	25.094	-0.089	-0.34	0.625
O	12.469	-8.414	-4.916	-0.574	0.396	0.013
O	19.451	-1.901	-8.21	0.655	0.485	-0.138
O	13.391	4.61	-5.84	-0.063	-0.047	-0.342
O	28.101	0.078	-6.696	-0.064	0.674	0.236
O	11.532	-5.805	23.201	0.053	0.373	-0.157
O	22.339	-0.877	24.978	0.111	-0.194	-0.418
O	28.739	4.132	-0.736	0.139	-0.308	0.006
O	-6.463	-9.255	-3.003	-0.042	-0.174	-0.72
O	14.381	-7.593	-6.529	-0.272	0.323	-0.291
O	-28.528	-2.78	-6.475	-0.233	-0.041	-0.223
O	15.307	-8.439	-8.816	0.235	0.107	-0.106
O	19.974	3.625	23.736	-0.063	0.383	-0.128
O	-12.872	5.232	23.19	-0.146	0.323	0.434
O	-12.241	-4.118	-1.502	-0.417	-0.056	-0.053
O	13.48	2.446	23.062	-0.541	-0.073	0.347
O	21.264	1.45	24.453	0.298	-0.102	0.167
O	17.929	-0.817	21.867	-0.153	0.448	0.106
O	14.181	-1.615	-8.392	0.411	0.138	0.273
O	25.253	-9.171	-8.227	0.307	-0.249	-0.166
O	28.986	0.187	-2.275	-0.106	-0.027	0.33
O	-19.726	0.477	-1.741	-0.225	0.17	-0.309
O	-19.993	3.779	-1.467	-0.605	0.142	-0.01
O	-19.831	5.47	-6.095	-0.13	0.304	-0.094
O	32.455	-7.635	-6.939	0.524	-0.328	0.158
O	-19.157	-5.376	-3.176	-0.259	0.044	0.025
O	-21.354	-6.843	-3.271	-0.192	-0.131	-0.489
O	30.914	3.298	-1.979	-0.172	-0.367	0.177
O	-28.371	2.744	-3.185	-0.068	-0.544	-0.248
O	30.593	-7.73	-4.086	0.398	0.149	-0.324
O	30.164	5.719	-2.468	-0.083	0.101	-0.317
O	29.307	-5.669	-1.896	-0.074	0.324	-0.186
O	-24.666	-0.32	-2.115	0.015	-0.709	0.299
O	-26.975	4.07	-1.338	-0.297	0.523	-0.144
O	-27.254	-7.835	-1.307	-0.279	-0.359	0.142
O	-24.902	-7.58	-0.321	-0.014	-0.031	-0.429
O	-27.602	-4.143	-1.547	-0.239	-0.203	-0.243
O	-25.142	-3.828	-0.483	0.074	0.195	-0.19
O	25.535	2.951	-3.93	0.206	-0.164	-0.416
O	-22.337	-7.454	-0.968	0.071	0.223	-0.152
O	29.115	0.275	19.952	-0.193	-0.01	0.12
O	-22.74	-3.848	-1.371	0.231	-0.475	-0.106
O	-21.305	-4.057	-3.44	0.237	0.37	-0.448
O	31.026	1.463	0.167	-0.089	0.012	-0.2
O	30.958	-1.217	0.128	-0.309	-0.18	-0.542
O	31.032	5.2	-0.107	0.502	0.451	-0.135
O	31.162	-7.424	-1.472	0.679	0.168	0.253
O	30.73	-3.793	0.784	0.154	-0.041	-0.23
O	-19.304	-1.294	0.137	0.276	-0.275	-0.404
O	-19.878	-8.226	-1.599	0.195	-0.339	-0.468
O	-19.262	-3.832	0.881	0.062	-0.086	-0.247
O	-19.398	-6.381	0.197	-0.355	0.363	-0.673
O	29.753	-2	18.779	-0.53	-0.19	0.016
O	-25.349	-2.151	18.4	0.002	-0.338	-0.085
O	24.158	-9.299	18.985	0.12	0.288	0.473
O	-23.511	-5.598	18.846	0.306	0.04	0.161
O	28.377	-5.682	19.906	0.243	0.23	0.257
O	26.746	-1.697	18.943	0.353	0.26	0.044
O	28.345	-2.068	20.959	0.097	-0.161	0.545
O	27.094	0.197	-4.226	-0.375	0.025	-0.135
O	27.862	2.374	-2.998	0.633	0.17	-0.189
O	-19.06	4.859	-3.689	-0.085	0.412	0.319
O	28.783	-7.725	-0.4	0.202	-0.331	0.225
O	-20.398	-6.685	-7.788	0.711	-0.036	0.163
O	-20.564	-5.561	-5.412	0.48	0.295	-0.038
O	-27.865	-7.767	25.266	-0.241	-0.026	-0.401
O	30.592	-1.293	-3.566	0.148	-0.111	-0.109
O	31.033	1.305	-3.647	0.293	-0.276	-0.637
O	31.203	3.844	-4.54	-0.051	0.475	-0.186
O	-22.811	-0.364	-6.456	-0.136	-0.403	0.041
O	24.624	5.097	23.447	0.315	-0.075	-0.269
O	28.98	-5.826	-4.61	0.291	0.287	-0.306
O	-26.801	-0.268	-3.551	-0.724	0.027	-0.207
O	-25.573	-2.073	-5.052	0.229	-0.08	-0.033
O	-25.96	1.975	-2.494	0.52	0.102	0.129
O	-26.337	4.282	-3.859	-0.053	-0.131	-0.491
O	-26.397	-8.408	-3.798	0.073	0.378	-0.568
O	-26.203	-4.299	-3.726	0.094	-0.399	-0.148
O	31.983	-5.183	-6.067	-0.484	-0.252	0.259
O	-22.537	1.006	-3.016	0.41	-0.196	0.002
O	-22.408	-1.625	-2.743	0.583	-0.031	-0.236
O	-22.914	2.065	-5.35	-0.049	0.445	-0.489
O	-22.62	-6.924	-6.411	0.137	-0.249	0.801
O	-26.086	-4.445	-8.432	0.184	-0.123	0.104
O	-23.762	-3.553	-3.869	0.162	-0.178	0.046
O	-6.965	4.762	-6.431	0.072	-0.276	0.42
O	26.298	5.756	20.702	-0.232	0.208	0.765
O	32.618	-3.239	22.072	0.407	-0.244	-0.017
O	30.539	-6.879	20.759	-0.013	-0.201	0.189
O	30.869	-1.389	21.112	0.056	0.404	0.295
O	-25.613	-4.504	24.792	-0.003	-0.11	0.042
O	31.033	1.093	22.707	0.146	-0.667	0.243
O	-28.825	5.371	20.572	-0.507	0.077	0.15
O	-21.831	-2.131	-8.17	-0.233	0.066	-0.1
O	-24.373	-3.596	22.67	0.249	0.408	0.113
O	-26.082	-0.746	23.465	0.168	0.051	0.348
O	-24.068	-0.145	19.518	0.377	0.248	-0.002
O	-23.725	1.391	21.591	-0.02	0.205	0.43
O	-25.318	-7.253	19.902	-0.467	-0.023	0.062
O	-25.386	-4.654	20.448	-0.607	-0.036	0.393
O	-27.378	-0.445	-6.064	-0.319	0.383	0.156
O	-23.684	-2.628	20.35	0.502	-0.055	0.349
O	-21.351	1.306	20.321	0.354	-0.424	0.175
O	-26.108	-2.229	21.292	-0.501	0.057	-0.432
O	25.175	3.752	19.481	-0.178	0.086	0.025
O	26.5	-3.927	20.316	-0.345	0.033	0.153
O	26.042	-6.457	20.87	-0.462	-0.225	-0.035
O	30.889	-3.313	23.951	-0.253	0.542	-0.37
O	25.799	-1.627	21.346	-0.196	-0.069	-0.038
O	-21.011	0.336	-8.214	0.095	0.353	0.091
O	-26.634	-8.934	21.464	0.119	-0.353	0.235
O	32.642	-0.666	-8.163	-0.332	-0.017	0.226
O	30.548	2.27	25.006	-0.133	0.316	0.315
O	-28.645	-5.808	20.416	0.365	-0.161	0.329
O	-21.997	-4.61	-7.474	-0.412	0.122	0.16
O	31.174	5.496	-6.629	0.494	-0.084	-0.142
O	-26.097	0.443	21.091	-0.217	0.27	0.249
O	-21.777	2.763	22.471	0.407	0.387	-0.197
O	-23.695	3.699	24.181	-0.214	0.565	0.311
O	-24.081	-6.087	23.294	0.278	0.123	-0.29
O	24.936	3.051	25.061	0.192	0.278	0.093
O	-20.351	-1.229	-6.161	-0.074	-0.419	0.452
O	-24.03	-8.935	-7.509	-0.361	0.119	-0.16
O	-24.039	1.61	-7.68	0.287	-0.185	-0.222
O	27.822	-8.016	22.038	0.405	0.02	-0.04
O	26.671	-0.684	23.66	0.313	0.044	-0.148
O	31.699	-5.557	22.775	-0.343	-0.27	0.091
O	-18.005	-2.11	-5.335	-0.135	-0.4	0.029
O	32.313	1.681	20.318	0.21	-0.408	0.153
O	29.645	1.036	-8.509	-0.005	-0.011	-0.165
O	23.203	-4.202	24.832	0.002	0.16	0.535
O	-24.885	-6.518	-7.701	-0.117	-0.222	-0.084
O	32.712	-5.582	-8.556	0.311	-0.21	-0.303
O	-23.016	-8.254	24.315	-0.17	0.015	0.341
O	-25.613	-8.095	23.967	-0.392	-0.065	-0.313
O	-21.739	0.118	22.659	-0.613	0.043	0.259
O	-24.573	5.687	-2.478	-0.353	0.354	0.367
O	-22.313	4.76	-6.481	0.34	-0.4	0.231
O	-24.455	5.654	-5.081	0.093	0.256	-0.054
O	30.668	-3.076	-5.395	-0.471	0.258	-0.407
O	24.659	-2.42	23.512	-0.381	-0.279	-0.502
O	28.523	4.829	21.951	-0.191	0.072	0.295
O	1.945	-8.804	-3.161	0.07	-0.445	-0.369
O	28.619	2.816	20.274	0.035	0.41	-0.031
O	-24.807	4.011	-7.093	-0.509	-0.007	0.167
O	32.589	-7.878	22.081	-0.111	0.02	0.558
O	-24.101	-8.387	21.888	0.359	-0.269	0.183
O	25.401	-7.808	23.053	-0.342	0.001	-0.227
O	30.611	2.866	-6.808	-0.011	-0.303	0.215
O	29.024	0.216	24.372	0.245	-0.458	0.216
O	-23.229	3.586	-3.195	-0.574	-0.197	-0.142
O	-27.129	-5.924	-6.534	0.032	-0.091	0.416
O	29.187	-3.541	-3.261	-0.027	-0.035	0.115
O	-24.985	-4.448	-6.026	0.117	-0.217	-0.156
O	-28.362	2.655	22.511	0.419	-0.273	-0.23
O	-8.293	3.614	24.285	-0.161	0.416	0.149
O	28.323	-3.883	24.446	-0.219	0.366	-0.111
O	32.083	1.819	-8.8	0.496	0.443	0.309
O	25.801	-4.193	25.093	0.095	0.11	0.556
O	28.108	-8.343	-4.803	-0.49	0.167	0.071
O	17.355	-3.739	-3.933	-0.419	0.25	0.211
O	-26.641	-1.916	-8.105	0.548	0.346	-0.061
O	28.927	4.628	-5.691	-0.178	-0.179	-0.026
O	-18.127	0.078	-6.722	-0.033	0.551	0.036
O	26.974	-5.719	23.189	0.099	0.199	-0.058
O	-23.909	-0.896	24.984	0.085	-0.393	-0.36
O	-17.467	4.086	-0.861	0.299	-0.057	0.098
O	-8.453	-6.068	23.659	0.68	0.139	-0.153
O	29.848	-7.526	-6.553	-0.16	0.445	-0.486
O	-1.836	0.226	24.491	0.414	-0.622	-0.114
O	30.773	-8.411	-8.802	0.303	-0.116	0.168
O	-26.264	3.611	23.719	0.163	0.352	-0.229
O	-28.753	-3.829	-3.969	-0.216	0.249	0.394
O	28.808	2.426	22.963	-0.499	-0.172	0.109
O	-24.945	1.437	24.409	-0.097	0.006	-0.505
O	-28.213	-0.789	21.82	0.025	0.23	0.374
O	29.528	-1.631	-8.179	0.294	-0.122	0.475
O	-21.054	-9.192	-8.31	-0.198	0.011	-0.33
O	-17.168	0.317	-2.335	-0.025	-0.098	0.418
O	-4.298	0.459	-1.734	-0.207	0.242	-0.327
O	-4.477	3.719	-1.441	-0.524	0.061	-0.203
O	-15.979	5.632	-2.561	-0.024	0.136	-0.254
O	-4.465	5.378	-6.023	-0.214	0.324	0.03
O	-16.494	-7.496	-6.727	-0.245	0.301	-0.523
O	-3.733	-5.182	-3.226	0.028	-0.001	0.465
O	32.689	-8.765	-3.08	-0.053	-0.63	-0.532
O	-14.584	-0.022	-1.958	0.383	-0.15	-0.337
O	-15.303	3.221	-2.106	0.06	-0.338	0.269
O	-13.076	2.735	-3.401	0.06	-0.535	-0.043
O	-15.552	-8.139	-4.501	0.262	0.094	-0.222
O	23.919	4.831	-6.401	0.234	-0.086	0.42
O	-16.983	-5.523	-1.818	-0.267	0.573	0.135
O	-9.31	-0.189	-1.982	0.021	-0.047	-0.045
O	-9.603	3.838	-0.272	-0.031	-0.319	-0.278
O	-12.049	3.925	-1.259	-0.64	0.113	-0.349
O	-11.989	-7.828	-1.246	-0.283	-0.207	-0.072
O	-9.57	-7.634	-0.302	0.004	0.098	-0.208
O	-19.875	5.744	20.679	-0.198	0.188	0.429
O	-9.759	-3.831	-0.463	0.049	0.189	-0.275
O	-7.185	4.369	-1.144	0.547	0.029	-0.11
O	-20.87	2.899	-3.865	-0.009	0.069	-0.111
O	-7.027	-7.64	-1.048	0.055	0.053	-0.13
O	-4.498	-8.159	-1.633	0.207	0.05	-0.591
O	-7.366	-3.734	-1.381	0.28	-0.297	-0.091
O	-5.869	-3.811	-3.42	0.429	0.239	-0.015
O	-15.065	1.493	0.181	0.093	0.344	-0.292
O	-15.188	-1.154	0.278	-0.198	-0.023	-0.291
O	-15.17	5.126	-0.17	0.357	0.403	-0.467
O	-15.163	-7.351	-2.016	0.22	0.025	0.156
O	-15.364	-3.748	0.959	0.127	0.003	-0.359
O	-15.475	-6.275	0.239	0.339	-0.312	-0.054
O	-3.879	-1.31	0.153	0.188	-0.186	-0.298
O	-8.109	-5.637	18.835	0.336	0.284	0.235
O	-3.846	-3.844	0.907	0.053	0.141	-0.323
O	-4.014	-6.382	0.211	-0.295	0.274	-0.731
O	-16.396	-1.999	18.773	-0.51	-0.219	-0.085
O	-9.982	-2.057	18.456	-0.13	-0.374	-0.003
O	-22.004	-9.295	18.946	-0.079	0.355	0.253
O	-21.976	-9.491	-2.537	0.461	-0.11	-0.411
O	-17.817	-5.642	19.811	0.075	0.723	0.35
O	-19.414	-1.673	18.928	0.313	0.19	0.045
O	-17.801	-2.066	20.942	0.143	-0.11	0.326
O	-19.044	0.047	-4.24	-0.125	0.13	0.06
O	-18.48	2.37	-3.123	0.56	0.158	-0.088
O	-3.601	4.83	-3.636	-0.2	0.176	0.144
O	-17.406	-7.858	-0.68	0.337	-0.448	0.152
O	-5.03	-6.704	-7.624	0.698	-0.097	0.143
O	-5.262	-5.4	-5.374	0.372	-0.157	-0.389
O	-7.269	-7.266	-8.901	-0.395	0.116	-0.635
O	-15.9	-1.207	-3.95	0.117	0.005	-0.074
O	-15.319	1.398	-3.983	-0.368	-0.039	-0.826
O	-15.017	3.963	-4.652	0.082	0.353	-0.009
O	-7.429	-0.442	-6.487	-0.274	-0.514	0.218
O	-21.624	5.124	23.389	0.41	0.026	-0.472
O	-17.027	-5.973	-4.512	0.151	0.237	-0.302
O	-11.366	-0.296	-3.516	-0.369	-0.313	-0.085
O	-10.146	-2.063	-5.067	0.111	-0.036	-0.224
O	-10.743	2.003	-2.449	0.459	0.407	-0.337
O	-11.015	4.376	-3.654	-0.303	-0.091	-0.419
O	-10.948	-8.329	-3.667	0.303	0.571	-0.185
O	-10.87	-4.219	-3.688	0.335	-0.142	0.328
O	-14.139	-5.2	-6.041	-0.355	-0.325	0.237
O	-7.245	1.181	-2.925	-0.105	0.158	0.091
O	-7.139	-1.493	-2.79	0.032	-0.04	-0.455
O	-7.354	1.949	-5.408	0.223	0.579	-0.068
O	-7.294	-6.891	-6.329	-0.201	-0.231	0.741
O	-10.77	-4.449	-8.386	-0.236	-0.082	-0.474
O	-8.379	-3.569	-3.867	0.142	-0.171	-0.011
O	-17.05	0.279	19.942	-0.308	-0.035	-0.012
O	-28.265	5.2	23.155	-0.199	0.253	0.385
O	-13.58	-3.219	22.085	0.054	-0.187	-0.031
O	-15.71	-6.802	20.761	-0.1	-0.078	0.271
O	-15.265	-1.351	21.091	0.028	-0.037	0.579
O	-10.215	-4.497	24.821	0.005	0.048	0.281
O	-15.129	1.115	22.711	0.135	-0.777	0.201
O	-13.233	5.362	20.582	-0.109	0.021	0.298
O	-6.43	-2.156	-8.175	-0.31	0.128	-0.253
O	-8.94	-3.718	22.66	0.21	0.056	0.078
O	-10.674	-0.843	23.491	-0.235	0.033	0.014
O	-8.462	-0.229	19.626	0.098	0.271	0.018
O	-9.508	5.447	20.382	0.021	-0.299	0.429
O	-8.198	1.506	21.53	-0.223	0.077	0.755
O	-9.841	-7.363	19.855	-0.134	-0.205	-0.393
O	-9.997	-4.768	20.468	-0.634	0.011	0.217
O	-11.951	-0.425	-6.037	-0.246	0.547	0.05
O	-8.287	-2.764	20.316	0.456	-0.26	0.037
O	-5.813	1.845	20.35	0.161	0.052	0.306
O	-10.685	-2.327	21.318	-0.356	-0.131	-0.281
O	-21.001	3.752	19.445	-0.034	0.145	0.376
O	-19.678	-3.899	20.29	-0.633	-0.085	0.045
O	-20.132	-6.427	20.819	-0.665	-0.092	-0.006
O	-15.284	-3.325	23.999	-0.225	0.576	0.056
O	-20.337	-1.602	21.346	-0.32	0.229	-0.049
O	-5.579	0.294	-8.193	-0.365	0.583	-0.108
O	1.936	-3.827	-3.895	-0.384	0.179	-0.08
O	-13.53	-0.607	-8.103	-0.375	-0.175	0.038
O	-15.601	2.264	25.02	0.029	0.439	0.265
O	-13.289	-5.865	20.43	0.402	-0.165	0.361
O	-12.825	-4.292	24.408	0.1	0.06	-0.213
O	-15.193	5.5	-6.833	0.176	0.084	-0.47
O	-11.316	-8.585	21.664	-0.131	0.237	0.005
O	-10.539	0.352	21.137	-0.171	0.219	-0.106
O	-6.259	2.49	22.843	0.551	0.151	0.065
O	24.388	-9.31	-2.951	0.222	-0.096	-0.278
O	-21.289	3.055	24.992	0.331	0.214	0.44
O	-4.931	-1.269	-6.156	-0.108	-0.297	0.367
O	-8.664	-8.933	-7.47	-0.121	0.066	-0.608
O	-8.631	1.592	-7.675	0.159	-0.255	-0.263
O	-18.399	-8.009	22.032	0.297	0.062	0.208
O	-19.493	-0.722	23.698	0.318	-0.136	-0.153
O	-14.491	-5.546	22.78	-0.202	-0.281	0.325
O	-2.568	-2.13	-5.314	-0.16	-0.356	-0.113
O	-13.816	1.686	20.342	-0.01	-0.387	0.46
O	-16.599	1.045	-8.562	0.002	-0.028	-0.344
O	-22.989	-4.19	24.796	0.011	-0.172	0.365
O	-9.502	-6.504	-7.72	-0.191	-0.151	-0.389
O	-13.497	-5.57	-8.555	-0.16	-0.298	-0.451
O	-7.651	-8.422	24.503	-0.13	-0.211	0.381
O	-10.196	-8.001	24.123	-0.468	0.108	-0.371
O	-9.583	0.51	-5.373	-0.036	0.351	0.101
O	-6.169	-0.065	22.114	-0.582	-0.102	-0.15
O	-9.028	5.725	-2.516	-0.075	0.382	0.449
O	-4.994	-4.179	24.967	-0.177	-0.016	0.028
O	-9.194	5.658	-5.091	0.055	0.434	-0.312
O	-15.58	-3.2	-5.471	-0.308	-0.302	-0.526
O	-21.54	-2.4	23.481	-0.033	-0.241	-0.308
O	-15.353	3.45	21.59	0.304	0.571	-0.293
O	2.857	-6.228	-3.176	-0.182	0.015	-0.7
O	-17.534	2.821	20.273	0.118	0.402	0.001
O	-9.429	3.984	-7.073	-0.475	-0.032	0.373
O	-13.781	-7.935	22.088	-0.474	-0.02	0.742
O	-8.699	-8.134	22.067	0.608	-0.005	0.085
O	-20.886	-7.779	22.92	-0.138	0.248	-0.047
O	-14.15	1.834	-8.82	0.353	0.434	-0.068
O	-17.167	0.253	24.385	0.067	-0.399	0.061
O	-7.735	3.768	-3.586	-0.216	-0.039	0.062
O	-11.768	-6.046	-6.569	0.128	-0.472	0.362
O	-17.157	-3.558	-3.409	0.018	0.173	0.794
O	-9.673	-4.495	-5.98	0.486	0.011	-0.059
O	-12.974	2.686	22.538	0.308	-0.187	0.012
O	-12.518	-6.209	-3.205	-0.428	-0.245	-0.088
O	-17.862	-3.901	24.424	-0.091	0.497	-0.543
O	13.398	4.125	-0.798	0.153	-0.133	-0.386
O	-16.673	-1.613	-8.211	-0.01	0.024	0.363
O	-18.157	-8.355	-4.848	-0.509	-0.042	0.357
O	-0.585	5.616	-2.48	-0.278	0.273	-0.078
O	-11.312	-1.924	-8.09	0.488	0.26	-0.116
O	-17.368	4.61	-5.706	-0.115	-0.129	-0.089
O	-2.697	0.031	-6.736	0.281	0.256	-0.041
O	-19.256	-5.731	23.186	-0.03	0.099	-0.042
O	-8.46	-0.837	24.953	0.354	-0.497	-0.543
O	-6.672	-4.633	-7.499	0.005	0.084	0.363
O	10.892	5.718	20.725	-0.166	-0.044	0.493
O	-13.837	-7.643	-6.978	0.384	-0.424	0.352
O	-13.43	-8.79	-3.184	0.138	-0.427	-0.381
O	-20.618	-8.824	25.316	0.051	-0.088	-0.197
O	-10.87	3.662	23.757	0.182	0.106	-0.395
O	-17.636	4.849	21.934	-0.214	0.16	0.378
O	17.404	-8.515	-3.319	0.081	-0.228	-0.072
O	-17.338	2.461	22.967	-0.572	0.071	0.194
O	-9.664	1.422	24.372	-0.137	0.172	-0.024
O	-12.75	-0.806	21.767	-0.265	0.472	-0.027
O	2.261	-2.737	-6.37	0.341	-0.191	-0.21
O	-5.642	-9.208	-8.233	-0.064	-0.149	-0.234
O	-20.278	3.775	-8.043	0.237	-0.464	0.329
O	-4.948	3.729	-8.005	-0.088	-0.361	0.02
O	5.857	0.458	-5.32	-0.312	0.307	0.55
O	-13.144	3.253	25.058	0.304	0.056	0.153
O	15.441	3.432	21.654	0.174	0.632	-0.153
O	-28.536	3.241	25.033	0.279	0.058	0.151
O	23.62	-7.254	-8.922	-0.42	0.075	-0.762
O	-13.44	-3.817	-3.928	-0.511	0.032	0.204
O	8.951	-9.281	-3.003	0.098	-0.026	-0.581
O	15.6	3.205	-1.875	-0.082	-0.438	0.079
O	-15.682	2.874	-6.859	0.107	-0.588	0.497
O	-20.39	-4.167	25.072	-0.068	-0.083	0.253
O	3.673	-6.15	-6.619	0.012	-0.494	0.451
O	-28.22	-4.29	24.436	0	-0.034	0.155
O	30.795	3.428	21.604	0.207	0.525	-0.031
O	10.359	3.681	-8.032	-0.111	-0.473	0.245
O	22.12	-8.448	21.934	0.562	-0.161	-0.074
O	18.509	-4.009	-1.461	-0.458	0.137	-0.132
O	-0.283	2.844	-6.677	-0.244	-0.33	0.433
O	-13.19	-2.727	-6.406	0.242	-0.394	0.088
O	19.955	-8.229	-3.651	-0.098	0.498	-0.389
O	-3.331	-8.263	21.912	0.485	0.031	0.463
O	-25.026	0.502	-5.406	0.005	0.157	0.385
O	2.213	3.2	25.084	0.212	0.224	0.288
O	20.598	-4.683	24.771	-0.05	-0.075	-0.046
O	15.381	5.706	-1.915	0.22	0.332	-0.045
O	-27.896	-6.24	-3.242	-0.282	0.001	-0.327
O	18.008	-4.281	24.477	0.175	0.054	0.044

Results
total energy: -417264.837 eV
total energy less fixed offsets of O -438.25, Si -107.07 eV per atom: -13.967 eV
